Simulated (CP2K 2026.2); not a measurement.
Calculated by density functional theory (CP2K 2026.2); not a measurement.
Periodic cell of 2020 atoms, Si1440O580, from a study of silicon, its oxide and their interface. The atomic structure is a simulated model.
Doubt: the forces sum to 3.44 eV/angstrom along one axis rather than to zero, so they err by at least 0.0017 eV/angstrom per atom on average; the grid cutoff is modest.

Settings
functional: PBE
method: Gaussian and plane waves
basis set: DZVP-MOLOPT-SR-GTH
pseudopotentials: GTH-PBE
grid cutoff: 300 Ry, relative cutoff 40 Ry
k points: Gamma only
occupations: fixed
spin: none
net charge: 0

Cell vectors (angstrom)
a 65.28 0 0
b 0 16.32 0
c -0.068 -0.1474 33.5648

Atoms and the computed forces on them: element, x, y, z (angstrom), force x, y, z (eV/angstrom)
Si 1.137 -1.834 0.605 -0.266 -0.159 0.393
Si 5.181 0.554 0.134 -0.027 -0.176 -0.076
Si -0.644 3.22 -0.588 0.047 -0.018 0.024
Si 6.972 -6.812 -3.178 -0.518 0.293 -0.296
Si 1.601 -6.364 1.475 0.475 -0.324 0.087
Si 6.578 -3.287 0.081 -0.453 0.099 -0.372
Si 10.911 -4.18 -0.761 -0.073 -0.024 -0.122
Si 10.137 0.692 0.057 -0.129 0.127 0.445
Si 6.524 5.002 1.343 0.382 0.059 0.487
Si 9.891 6.603 1.53 -0.314 0.378 0.584
Si 5.867 -6.346 -0.213 0.062 0.015 0.019
Si 10.068 11.383 1.802 0.069 -0.087 0.603
Si 12.33 -1.166 1.375 -0.224 -0.16 0.634
Si 15.171 1.237 1.555 0.242 -0.112 0.643
Si 12.091 4.25 1.552 0.237 -0.369 0.638
Si 15.062 6.574 1.694 -0.003 0.07 0.497
Si 11.933 9.783 1.727 -0.096 0.155 0.595
Si 15.481 11.71 1.435 0.116 -0.245 0.522
Si 18.178 -1.899 1.521 0.101 -0.198 0.488
Si 19.801 1.008 1.081 -0.033 -0.168 0.556
Si 17.53 4.549 1.429 0.116 -0.303 0.594
Si 19.571 7.13 -1.24 -0.473 -0.801 -0.267
Si 17.159 9.904 1.337 0.006 -0.006 -0.06
Si 19.873 12.666 1.357 -0.051 0.162 0.633
Si 23.556 -1.881 1.464 0.133 -0.245 0.467
Si 26.109 1.03 1.348 -0.154 0.09 0.66
Si 22.912 4.488 1.269 -0.043 -0.163 0.657
Si 25.542 7.268 1.424 0.245 -0.359 0.713
Si 23.257 9.433 1.635 -0.155 0.18 0.683
Si 25.277 12.738 1.254 -0.072 0.033 -0.043
Si 28.335 -1.16 1.362 -0.009 -0.241 0.684
Si 31.313 0.714 1.297 0.162 0.288 0.711
Si 28.448 4.058 1.177 0.211 -0.129 0.717
Si 31.79 6.103 1.654 -0.006 -0.077 -0.007
Si 28.847 9.142 1.108 -0.004 0.19 0.748
Si 31.63 11.928 1.517 -0.155 0.069 0.664
Si 34.558 -2.032 1.572 0.093 0.005 0.016
Si 37.355 0.697 1.546 0.113 -0.356 0.668
Si 33.357 4.282 1.507 -0.116 0.232 0.58
Si -29.265 6.239 -0.105 -0.012 0.104 0.035
Si 33.737 9.663 1.666 0.08 -0.201 0.627
Si 36.196 12.521 1.529 -0.119 0.258 0.565
Si 39.047 -1.124 1.521 -0.329 0.182 0.396
Si -23.287 1.974 1.013 0.331 0.237 0.457
Si 39.575 3.913 1.485 -0.112 0.042 0.731
Si -23.062 6.521 1.458 0.063 0.024 -0.099
Si -27.066 -8.037 0.127 -0.074 0.01 -0.032
Si -22.953 -5.142 1.155 0.513 -0.296 0.244
Si -20.188 -2.01 1.617 -0.013 -0.015 0.147
Si -17.516 0.715 1.217 0.129 0.005 0.446
Si -21.302 4.859 1.432 -0.075 0.161 0.655
Si -17.637 5.883 -0.712 -0.144 0.309 0.457
Si -20.976 9.904 1.545 -0.095 -0.001 -0.087
Si -18.45 12.723 1.665 -0.053 0.018 -0.031
Si -15.794 -0.954 1.333 -0.024 0.2 0.465
Si -11.7 1.409 0.661 -0.09 0.19 -0.087
Si -15.456 3.845 0.209 -0.366 -0.305 0.46
Si -12.056 7.508 0.341 0.086 -0.043 -0.036
Si -14.641 -7.181 0.239 0.065 0.02 -0.002
Si -12.303 12.662 1.141 0.104 0.029 0.605
Si -9.673 -0.936 1.391 0.252 -0.26 0.627
Si -7.262 1.634 1.036 -0.02 -0.205 0.657
Si -8.633 4.108 -0.1 -0.014 -0.042 -0.155
Si -7.575 -7.516 0.644 -0.23 0.424 0.203
Si -10.398 -4.469 -1.331 0.08 0.011 -0.118
Si -8.657 -2.007 -1.452 -0.005 -0.108 -0.05
Si -3.563 -0.887 0.522 -0.074 0.053 -0.096
Si -2.427 5.276 -1.961 -0.008 -0.018 -0.043
Si -0.666 7.021 1.262 0.154 0.297 0.479
Si 2.668 -6.037 -0.6 -0.283 0.436 0.294
Si -5.675 8.322 2.717 0.345 0.196 0.218
Si -0.965 -4.448 1.499 -0.229 0.211 0.65
Si 3.24 -0.49 2.269 0.228 -0.349 0.563
Si 7.07 1.946 1.887 0.282 -0.09 0.628
Si 3.554 5.048 1.965 -0.034 -0.038 0.024
Si 6.31 -7.348 2.665 0.057 0.004 0.539
Si 3.063 -5.198 2.902 -0.36 -0.304 0.16
Si 5.4 -3.186 2.843 0.17 0.01 0.642
Si 9.28 1.238 2.094 0.036 0.163 -0.11
Si 10.924 2.687 2.892 0.039 0.083 0.068
Si 8.221 5.623 2.803 -0.028 -0.024 -0.089
Si 10.977 8.103 2.968 -0.021 0.017 -0.001
Si 8.172 10.536 3.011 0.013 -0.03 -0.048
Si 10.984 -2.792 2.634 -0.018 -0.061 -0.008
Si 13.727 -0.044 2.885 -0.03 -0.002 -0.029
Si 16.559 2.725 2.699 0.022 0.026 0.011
Si 13.671 5.26 2.974 -0.014 -0.041 0.008
Si 16.308 8.228 2.792 0.017 -0.029 -0.026
Si 13.724 10.847 2.782 0.007 0.065 0.004
Si 16.421 -2.874 2.733 -0.047 0.011 -0.053
Si 19.084 -0.187 2.898 -0.016 -0.022 -0.016
Si 21.518 3.03 2.427 0.15 0.644 0.208
Si 19.1 5.52 2.872 -0.008 0.02 -0.053
Si 21.779 8.175 2.886 0.007 -0.029 -0.058
Si 18.961 10.871 2.613 0.01 -0.009 -0.02
Si 21.756 -2.829 2.654 -0.043 -0.002 0.011
Si 24.642 -0.219 2.729 0.033 0.029 -0.065
Si 27.27 2.61 2.64 -0.034 0.023 -0.026
Si 24.526 5.501 2.635 0.033 -0.025 -0.013
Si 27.315 8.156 2.655 0.003 0.006 -0.022
Si 24.526 11.012 2.735 0.058 -0.033 -0.024
Si 27.138 -2.805 2.545 0.029 -0.04 -0.044
Si 29.891 -0.219 2.851 -0.022 0.008 -0.027
Si 32.469 2.432 2.622 -0.012 -0.077 -0.026
Si 29.89 5.238 2.689 -0.017 0.009 -0.006
Si 32.626 7.969 2.867 -0.021 0.103 -0.001
Si 29.95 10.698 2.593 -0.037 -0.039 -0.057
Si 32.773 -2.866 2.874 -0.02 0.012 -0.083
Si 35.486 -0.194 2.735 0.014 0.016 -0.065
Si 38.122 2.568 2.785 -0.018 0.028 -0.053
Si 35.198 5.26 2.678 -0.349 -0.326 0.382
Si 38.52 8.6 3.17 0.221 0.263 0.55
Si 35.308 10.845 2.926 0.006 0.014 -0.069
Si 37.975 -2.822 2.739 -0.038 -0.031 -0.049
Si 40.655 -0.117 2.848 -0.269 -0.149 0.446
Si -21.933 2.935 2.635 0.019 -0.023 -0.074
Si -24.6 5.457 2.864 -0.045 -0.032 -0.091
Si -21.987 8.174 2.778 0.029 -0.055 -0.029
Si -25.014 10.278 3.115 -0.25 -0.042 0.484
Si -21.911 -2.838 2.924 0.302 0.305 0.297
Si -19.227 -0.104 2.628 0.06 -0.008 -0.031
Si -16.582 2.734 2.111 0.008 -0.019 -0.07
Si -19.423 5.695 2.529 -0.012 -0.036 -0.028
Si -16.774 8.161 2.386 -0.323 -0.271 0.345
Si -19.401 10.989 2.894 0.055 0.034 0.096
Si -16.619 -2.632 2.755 0.086 0.077 0.049
Si -13.916 0.117 2.351 -0.167 -0.426 0.297
Si -10.492 3.188 2.772 0.29 0.066 0.427
Si -13.24 5.215 1.888 0.25 -0.224 0.452
Si -10.525 8.732 2.783 0.259 0.109 0.489
Si -13.426 11.06 2.413 0.165 0.271 0.459
Si -10.919 -2.493 2.572 0.047 -0.002 -0.028
Si -8.071 0.172 2.656 0.019 0.072 -0.09
Si -5.165 3.173 2.625 -0.165 -0.151 0.621
Si -8.812 4.985 2.676 -0.13 -0.078 0.591
Si -4.212 -6.727 1.433 0.164 -0.038 0.715
Si -8.609 -6.077 2.489 -0.026 -0.05 -0.088
Si -5.261 -2.638 2.434 -0.172 -0.151 0.604
Si -2.462 0.482 2.732 -0.264 -0.331 0.589
Si -0.547 2.909 2.552 -0.155 0.407 0.286
Si -2.988 5.405 2.755 -0.034 0.059 0.556
Si 0.433 8.311 2.79 0 0.023 0.032
Si -2.616 -5.566 2.673 -0.049 0.015 0.026
Si 0.03 -2.645 2.545 -0.017 0.004 -0.019
Si 1.501 1.473 3.988 0.033 -0.058 0.686
Si 4.588 3.562 4.255 0.326 -0.083 0.45
Si 1.709 6.815 3.993 -0.324 0.22 0.344
Si 4.39 9.599 4.049 0.05 -0.123 -0.042
Si 1.442 -3.913 4.017 -0.061 0.008 0.056
Si 4.291 -1.514 4.048 0.04 0.09 -0.1
Si 6.335 1.89 4.14 -0.007 -0.017 -0.01
Si 9.531 4.135 4.148 0.102 -0.083 -0.025
Si 6.937 7.062 4.061 -0.032 0.047 -0.014
Si 9.651 9.404 4.387 -0.006 -0.003 -0.032
Si 6.999 12.146 4.205 -0.034 -0.017 -0.009
Si 9.716 -1.309 3.979 0.279 -0.285 0.248
Si 12.394 1.381 4.195 -0.016 0.007 -0.002
Si 15.146 3.947 4.187 0.023 -0.023 0.011
Si 12.352 6.722 4.252 0.007 0.001 0.005
Si 14.983 9.492 4.224 -0.037 0.006 -0.044
Si 12.408 12.305 4.1 -0.009 0.013 -0.069
Si 15.087 -1.472 4.118 0.026 -0.003 0.031
Si 17.788 1.313 4.135 -0.043 0.026 -0.009
Si 20.389 4.086 4.179 0.042 0.014 0.01
Si 17.734 6.91 4.147 0.016 0.007 0.024
Si 20.341 9.551 4.074 -0.002 0.012 0.017
Si 17.757 12.171 4.172 0.023 -0.002 0.016
Si 20.572 -1.441 4.155 0.03 -0.032 0
Si 23.3 1.092 4.107 0.32 -0.173 0.43
Si 25.873 4.028 3.954 -0.027 0 0.034
Si 23.198 6.773 4.134 -0.009 -0.006 0.058
Si 25.962 9.58 4.02 -0.001 0.007 -0.012
Si 23.088 12.2 4.133 0.003 0.012 -0.001
Si 25.964 -1.513 4.131 -0.013 -0.002 0.018
Si 28.607 1.302 4.11 0.016 0.02 0.007
Si 31.197 3.84 4.092 -0.033 -0.002 -0.03
Si 28.57 6.694 4.035 0.002 -0.013 0.015
Si 31.212 9.369 4.122 0.01 0.035 0.005
Si 28.558 12.121 3.909 0.022 0.023 -0.011
Si 31.325 -1.518 4.151 -0.011 -0.051 0.041
Si 34.002 1.219 3.986 0.003 0 -0.007
Si 36.649 3.952 4.03 0.026 0.054 -0.021
Si 34.065 6.709 4.189 0.036 -0.039 -0.036
Si 36.701 9.538 4.277 -0.013 -0.03 0.008
Si 33.985 12.133 4.349 0.013 0.01 0.004
Si 36.742 -1.46 4.24 0.029 0.018 -0.007
Si 39.463 1.352 4.251 0.038 -0.02 -0.069
Si -23.249 4.094 4.196 -0.026 -0.003 -0.028
Si -25.884 6.769 4.303 -0.041 0.049 0.023
Si -23.273 9.371 4.338 0.007 0.081 0.047
Si -25.957 12.166 4.139 0.043 -0.004 -0.008
Si -23.23 -1.397 4.181 0.026 0.008 -0.022
Si -20.563 1.414 3.868 -0.031 -0.015 0
Si -17.893 4.153 3.608 0.037 0.039 -0.015
Si -20.567 6.91 4.138 -0.047 0.014 -0.017
Si -17.852 9.599 3.937 0.001 -0.027 -0.034
Si -20.646 12.215 4.385 0.002 0.011 -0.059
Si -17.874 -1.273 4.165 -0.066 -0.024 -0.016
Si -15.17 1.555 3.736 -0.048 -0.027 -0.011
Si -12.294 4.181 3.822 -0.033 0.013 -0.021
Si -15.225 6.938 3.712 -0.276 0.281 0.496
Si -12.298 9.689 3.98 -0.005 -0.06 -0.029
Si -15.051 12.251 3.789 0.022 -0.012 0.005
Si -12.425 -1.179 3.803 -0.006 0.07 -0.026
Si -9.507 1.446 3.991 -0.031 -0.043 0.002
Si -6.891 4.199 3.881 -0.02 0.002 -0.008
Si -9.628 6.85 3.888 0.054 -0.027 -0.039
Si -6.998 -6.729 4.094 0.018 0.057 0.039
Si -9.562 -4.102 3.677 0.061 -0.046 0.018
Si -6.704 -1.319 3.823 0.023 -0.03 -0.059
Si -4.086 1.561 3.996 -0.056 0.042 -0.007
Si -1.497 4.28 4.122 -0.039 0.025 -0.041
Si -4.259 6.91 3.957 0.029 0.011 -0.001
Si -1.208 -6.828 4.039 0.01 -0.028 0.041
Si -4.065 -4.12 3.878 -0.002 0.019 -0.03
Si -1.364 -1.287 3.871 -0.011 0.019 0.033
Si 0.013 0.094 5.27 -0.022 0.068 -0.07
Si 2.877 2.623 5.512 -0.093 -0.006 0.02
Si 0.157 5.496 5.275 0.024 -0.024 0.002
Si 2.979 8.194 5.377 0.042 0.023 -0.006
Si 0.09 -5.358 5.334 0.021 0.014 -0.004
Si 2.773 -2.631 5.441 -0.001 -0.038 -0.007
Si 5.511 0.029 5.341 -0.032 0.027 0.085
Si 8.145 2.754 5.436 -0.007 -0.013 -0.032
Si 5.557 5.506 5.307 0.017 -0.015 -0.077
Si 8.24 8.129 5.682 -0.034 0.052 -0.011
Si 5.578 10.911 5.576 0 -0.005 0.064
Si 8.294 -2.62 5.371 0.02 0.055 -0.016
Si 11.023 -0.029 5.473 -0.065 -0.03 -0.013
Si 13.749 2.68 5.566 0.013 0.032 0.007
Si 10.921 5.418 5.552 -0.033 -0.008 -0.003
Si 13.68 8.114 5.581 -0.042 0.013 0.019
Si 11.041 10.925 5.481 0.043 0.011 0.022
Si 13.735 -2.744 5.534 -0.032 -0.015 0.022
Si 16.406 -0.048 5.467 0.018 0.014 0.011
Si 19.138 2.638 5.524 0.012 -0.021 -0.006
Si 16.437 5.433 5.481 -0.007 -0.032 -0.042
Si 19.1 8.188 5.528 -0.016 0.009 0.006
Si 16.393 10.837 5.54 -0.013 0.006 -0.003
Si 19.158 -2.783 5.489 0.003 0.014 0.006
Si 21.898 -0.11 5.551 0.006 0.033 0.001
Si 24.544 2.658 5.377 -0.017 -0.033 -0.018
Si 21.842 5.403 5.487 -0.022 0.024 -0.023
Si 24.592 8.167 5.409 -0.004 -0.007 -0.032
Si 21.768 10.823 5.476 -0.007 -0.016 0.002
Si 24.509 -2.788 5.483 -0.002 0.011 -0.037
Si 27.26 -0.085 5.467 0.004 0.022 0.009
Si 29.903 2.606 5.561 -0.005 -0.01 0.018
Si 27.207 5.351 5.403 -0.007 0.011 -0.003
Si 29.879 8.033 5.488 -0.014 0.018 -0.027
Si 27.273 10.858 5.45 0.001 0.005 -0.004
Si 29.907 -2.88 5.409 -0.044 -0.028 0.027
Si 32.655 -0.08 5.462 0.007 0.039 -0.048
Si 35.296 2.612 5.423 -0.015 0.017 0
Si 32.608 5.294 5.419 -0.035 -0.019 -0.033
Si 35.36 8.095 5.564 0 -0.017 0.028
Si 32.569 10.724 5.549 -0.028 -0.025 0.005
Si 35.351 -2.771 5.625 0.011 -0.031 -0.029
Si 38.074 -0.047 5.558 -0.009 -0.013 0.004
Si -24.536 2.739 5.598 0.003 -0.016 0.016
Si -27.326 5.354 5.476 -0.031 -0.045 0.022
Si -24.547 8.038 5.732 -0.001 -0.021 0.028
Si -27.282 10.917 5.64 0.023 -0.007 -0.001
Si -24.595 -2.776 5.505 -0.016 -0.01 0.002
Si -21.852 0.07 5.389 0.059 -0.005 -0.006
Si -19.144 2.793 5.172 0.018 0.014 -0.001
Si -21.865 5.482 5.49 -0.004 -0.027 -0.012
Si -19.137 8.247 5.4 0.026 -0.018 0.017
Si -21.952 10.802 5.646 0.021 -0.026 0.009
Si -19.195 -2.66 5.522 -0.004 0.057 0.032
Si -16.419 0.168 5.272 0.028 0.023 -0.007
Si -13.73 2.827 5.126 0.014 -0.035 0.019
Si -16.475 5.452 5.097 -0.014 0.042 -0.054
Si -13.758 8.231 5.154 -0.004 -0.07 -0.044
Si -16.413 10.947 5.241 -0.015 0.012 0.016
Si -13.723 -2.631 5.164 0.018 -0.01 -0.007
Si -11.004 0.1 5.206 0.003 -0.034 0.004
Si -8.142 2.791 5.326 0.014 0.032 -0.019
Si -11.045 5.572 5.258 0.034 0.02 0.012
Si -8.256 -8.211 5.361 0.003 0.016 -0.004
Si -10.917 -5.275 5.272 0.035 -0.014 -0.004
Si -8.17 -2.718 5.088 -0.029 0.006 -0.031
Si -5.42 0.071 5.251 0.016 0.002 -0.011
Si -2.744 2.819 5.449 0.012 -0.058 0.04
Si -5.557 5.519 5.328 -0.006 -0.007 0.004
Si -2.702 8.156 5.283 0.009 0.002 -0.009
Si -5.487 -5.38 5.281 0.031 0.051 0.02
Si -2.712 -2.686 5.225 0.006 -0.017 -0.022
Si 1.423 -1.27 17.574 -0.002 0.039 0.029
Si 4.157 1.477 17.758 0.045 -0.006 0.001
Si 1.309 4.133 17.57 -0.039 0.001 -0.027
Si 4.021 6.816 17.612 0.001 0 0.063
Si 1.352 -6.767 17.436 -0.039 0.045 -0.005
Si 4.109 -4.015 17.469 0.017 0.047 0.008
Si 6.897 -1.183 17.78 0.071 -0.016 -0.004
Si 9.517 1.32 17.652 0.051 -0.025 -0.028
Si 6.717 4.193 17.561 0.027 0.02 -0.064
Si 9.456 6.806 17.517 -0.037 0.006 -0.019
Si 6.815 9.471 17.45 0.061 -0.043 -0.048
Si 9.551 -4.177 17.478 -0.042 -0.036 -0.035
Si 12.095 -1.485 17.752 -0.083 0.006 0.11
Si 14.991 1.321 17.519 0.007 0.007 -0.013
Si 12.251 3.999 17.543 0.012 -0.013 -0.004
Si 15.019 6.815 17.599 -0.012 0.053 0.005
Si 12.322 9.523 17.539 0.007 0.021 0.003
Si 14.952 -4.135 17.625 -0.013 -0.026 0.004
Si 17.722 -1.397 17.608 0.012 0.017 -0.016
Si 20.443 1.3 17.738 0.008 -0.01 0.008
Si 17.742 4.058 17.676 -0.003 0.038 0.002
Si 20.395 6.69 17.81 -0.02 0.001 0
Si 17.681 9.428 17.673 0.005 -0.005 -0.008
Si 20.475 -4.154 17.731 0.008 0 -0.017
Si 23.151 -1.449 17.803 -0.009 -0.013 -0.005
Si 25.857 1.304 17.91 0.023 0.01 0.007
Si 23.145 4.005 17.852 -0.022 0.016 0
Si 25.825 6.721 17.897 -0.002 0.005 0.013
Si 23.132 9.434 17.857 -0.011 0.01 -0.011
Si 25.814 -4.177 17.872 -0.005 -0.009 0
Si 28.558 -1.375 17.882 0.037 0.02 -0.007
Si 31.244 1.343 17.833 0.002 -0.005 -0.001
Si 28.522 4.041 17.896 -0.002 -0.01 0.003
Si 31.244 6.792 17.906 0.001 0.006 -0.01
Si 28.52 9.434 17.906 0.015 -0.016 0.004
Si 31.285 -4.103 17.884 -0.005 0.017 0.008
Si 33.989 -1.408 17.779 -0.009 -0.014 -0.004
Si 36.745 1.381 17.749 0.001 0.004 -0.005
Si 34.02 4.145 17.807 -0.006 0.012 -0.027
Si 36.754 6.873 17.851 0.008 0.003 0.02
Si 33.989 9.521 17.87 -0.012 0.02 0.002
Si 36.751 -4.103 17.819 0 0.028 -0.004
Si 39.446 -1.33 17.742 -0.012 -0.012 -0.008
Si -23.054 1.458 17.77 0.04 0.009 0.032
Si -25.749 4.156 17.765 0.015 0.003 0.003
Si -23.047 6.879 17.754 0.036 -0.005 0.002
Si -25.81 9.551 17.812 0.012 -0.015 -0.014
Si -23.089 -4.029 17.755 0.033 -0.018 0.02
Si -20.34 -1.301 17.715 -0.007 0.003 0.004
Si -17.676 1.404 17.625 -0.011 0.002 0.007
Si -20.357 4.151 17.653 -0.019 0.006 -0.022
Si -17.657 6.864 17.56 -0.014 0.023 0.018
Si -20.393 9.561 17.633 -0.006 -0.035 -0.01
Si -17.648 -4.01 17.551 0.025 0.019 -0.011
Si -14.985 -1.347 17.516 -0.021 -0.005 0.009
Si -12.25 1.32 17.481 -0.006 0.01 0.016
Si -14.983 4.044 17.448 -0.015 -0.014 -0.014
Si -12.215 6.831 17.415 0.024 0.03 -0.005
Si -14.965 9.577 17.476 0.019 -0.004 0.012
Si -12.185 -4.042 17.471 0.025 0.003 0.026
Si -9.488 -1.424 17.526 -0.029 0.003 -0.01
Si -6.813 1.298 17.447 0.019 0.005 -0.01
Si -9.567 4.014 17.424 0.018 -0.008 -0.006
Si -6.816 6.799 17.469 0.017 0.002 -0.007
Si -9.537 -6.821 17.427 -0.022 -0.031 0.006
Si -6.83 -4.067 17.508 -0.005 -0.001 0.008
Si -4.121 -1.303 17.367 0 0.005 -0.026
Si -1.366 1.485 17.509 0.014 0.038 -0.006
Si -4.139 4.041 17.497 -0.014 -0.03 0.014
Si -1.382 6.821 17.542 0.009 -0.014 0.036
Si -4.164 9.505 17.528 0.007 0.02 0.009
Si -1.451 -4.094 17.427 -0.006 0.014 -0.003
Si 2.777 0.079 19.071 -0.028 -0.06 -0.013
Si 5.455 2.993 19.138 -0.057 -0.014 0.09
Si 2.584 5.492 18.986 0.005 -0.007 0.049
Si 5.505 8.174 18.856 -0.059 0.018 -0.038
Si 2.775 -5.44 18.742 0.046 -0.037 -0.016
Si 5.432 -2.646 18.859 -0.036 -0.023 -0.046
Si 8.223 0.239 19.324 -0.011 -0.068 0.049
Si 10.891 2.679 18.937 -0.024 -0.049 0
Si 8.057 5.529 18.926 -0.049 -0.009 0.017
Si 10.892 8.15 18.741 0.051 0.03 -0.018
Si 8.18 10.795 18.781 0.018 0.046 0.028
Si 10.743 -3.07 19.127 -0.033 0.017 0.016
Si 13.603 -0.019 18.82 0.002 0.001 -0.052
Si 16.345 2.655 18.894 -0.001 -0.028 0.033
Si 13.619 5.397 18.786 -0.001 0.01 -0.028
Si 16.321 8.119 19.089 -0.006 -0.009 0.027
Si 13.661 10.795 19.016 -0.037 -0.008 0.059
Si 16.303 -2.72 18.897 -0.02 -0.031 -0.011
Si 19.071 -0.103 19.02 0.002 0.032 0.025
Si 21.732 2.66 19.174 0.002 -0.026 0.014
Si 18.988 5.374 19.206 -0.009 -0.013 0.043
Si 21.763 8.028 19.171 0.016 -0.016 -0.003
Si 19.054 10.787 18.975 -0.005 -0.022 -0.045
Si 21.849 -2.867 19.164 0.016 -0.024 0.002
Si 24.421 -0.056 19.212 -0.016 -0.006 0.017
Si 27.244 2.637 19.323 0.012 0.007 -0.031
Si 24.526 5.297 19.274 0.012 -0.008 0.003
Si 27.099 8.118 19.314 -0.009 0.035 -0.034
Si 24.457 10.775 19.292 0.028 0.008 -0.02
Si 27.161 -2.763 19.179 -0.007 -0.005 0.007
Si 29.916 0.003 19.279 -0.013 -0.03 0
Si 32.637 2.759 19.088 0 0.011 0.015
Si 29.808 5.473 19.26 0.036 0.028 -0.006
Si 32.609 8.183 19.264 -0.018 -0.025 0
Si 29.949 10.779 19.21 0.027 0.001 -0.004
Si 32.629 -2.681 19.24 0.002 0.012 -0.029
Si 35.424 -0.073 19.051 0.004 0.009 0.001
Si 38.089 2.829 19.048 0.01 -0.018 -0.02
Si 35.332 5.56 19.2 -0.028 -0.007 -0.004
Si 38.158 8.202 19.245 -0.015 -0.016 0.033
Si 35.392 10.869 19.209 0.024 -0.016 0.027
Si 38.175 -2.754 19.146 -0.004 -0.036 -0.033
Si 40.761 0.119 19.043 -0.035 0.045 0.016
Si -21.627 2.833 19.126 0.007 0.015 -0.01
Si -24.338 5.494 19.146 -0.022 0.01 0.009
Si -21.684 8.261 19.121 -0.021 0.002 0.038
Si -24.446 10.939 19.15 0.008 0.045 -0.004
Si -21.675 -2.677 19.089 0.031 -0.001 -0.02
Si -18.973 0.07 19.087 0.004 -0.035 0.02
Si -16.313 2.792 18.939 -0.011 0.007 -0.005
Si -18.978 5.52 18.966 -0.003 -0.006 0.003
Si -16.319 8.268 18.881 0.014 0.014 -0.011
Si -19 10.951 18.88 -0.002 0.049 -0.033
Si -16.308 -2.676 18.943 0.029 0.029 0.001
Si -13.628 -0.01 18.856 0.046 0.003 0.023
Si -10.86 2.621 18.837 -0.084 0.019 0.008
Si -13.564 5.402 18.662 0.017 -0.01 -0.003
Si -10.852 8.135 18.824 -0.01 0.009 0.028
Si -13.585 10.947 18.776 -0.028 -0.02 -0.006
Si -10.811 -2.788 18.935 -0.057 -0.055 0.011
Si -8.052 -0.122 18.857 0.004 -0.037 0.004
Si -5.528 2.653 18.85 0.008 0.038 -0.016
Si -8.2 5.378 18.722 -0.003 -0.078 -0.007
Si -5.513 8.13 18.924 0.02 0.004 0.017
Si -8.238 -5.467 18.818 0.015 0.016 0.003
Si -5.408 -2.648 18.768 -0.042 -0.023 -0.018
Si -2.792 0.085 18.695 0.006 0.002 -0.002
Si -0.068 2.853 18.977 0.003 0.025 -0.021
Si -2.745 5.374 18.837 0.062 0.012 -0.013
Si -0.048 -8.017 18.835 -0.079 0.027 0.005
Si -2.808 -5.424 18.859 0.046 0.004 -0.026
Si -0.064 -2.711 18.689 -0.022 0.041 -0.051
Si 1.298 1.478 20.3 0.045 0.014 -0.019
Si 3.944 4.283 20.525 0.024 -0.01 0.036
Si 1.273 7.012 20.252 0.014 -0.039 -0.038
Si 4.232 -6.67 20.122 -0.018 0.095 0.007
Si 1.228 -4.204 19.923 -0.084 0.016 0.087
Si 4.101 -1.448 20.377 -0.001 0.026 0.051
Si 7.415 2.298 20.324 0.182 0.027 -0.566
Si 9.282 3.934 20.115 0.084 -0.025 0.047
Si 6.695 6.853 20.421 -0.032 -0.063 0.063
Si 9.619 9.487 20.132 -0.024 0.039 0.035
Si 6.919 -3.985 20.032 0.085 -0.012 0.032
Si 9.268 -0.809 21.293 0.054 0.176 0.017
Si 12.295 1.263 20.243 -0.049 0.013 0.046
Si 15.001 4.105 20.132 0.03 0.023 -0.006
Si 12.126 6.668 20.018 -0.059 -0.03 0.021
Si 14.958 9.469 20.466 0.011 0.011 -0.029
Si 12.275 -4.278 20.426 -0.005 -0.06 -0.059
Si 14.912 -1.353 20.201 -0.027 -0.006 -0.036
Si 17.636 1.265 20.274 -0.013 0.017 -0.015
Si 20.299 3.925 20.561 0.008 -0.024 -0.012
Si 17.577 6.766 20.557 0.019 -0.032 0.011
Si 20.314 9.413 20.402 -0.008 0.013 -0.019
Si 17.658 -4.105 20.169 -0.028 -0.007 0.013
Si 20.445 -1.474 20.378 -0.03 0.016 -0.039
Si 23.041 1.308 20.591 0.022 -0.011 -0.007
Si 25.876 3.93 20.727 -0.033 0.044 0.022
Si 23.101 6.632 20.572 -0.021 0.035 0.018
Si 25.73 9.429 20.772 0.011 -0.067 0.013
Si 23.115 -4.223 20.698 -0.032 0.032 0.008
Si 25.765 -1.436 20.554 0.036 -0.012 0.016
Si 28.611 1.317 20.766 0.006 0.005 0.027
Si 31.263 4.103 20.464 0.001 -0.052 0.021
Si 28.404 6.789 20.726 0.025 -0.023 0.042
Si 31.23 9.452 20.715 -0.048 0.02 0.015
Si 28.573 -4.142 20.446 -0.014 0.026 0.03
Si 31.313 -1.281 20.667 0.053 -0.01 0.036
Si 34.047 1.326 20.289 0.001 -0.02 0.085
Si 36.774 4.198 20.429 0.035 -0.023 -0.019
Si 33.997 6.907 20.661 0.052 -0.008 -0.01
Si 36.779 9.567 20.634 -0.001 -0.008 -0.008
Si 34.01 -4.071 20.53 -0.016 0.019 -0.022
Si 36.8 -1.401 20.439 -0.002 0.007 -0.007
Si 39.436 1.547 20.436 0.05 -0.013 -0.005
Si -22.891 4.24 20.554 0.019 -0.014 0.014
Si 39.61 6.823 20.553 -0.023 0.016 0.01
Si -23.049 9.646 20.512 0.034 0.015 0.042
Si 39.516 -4.067 20.617 -0.074 0.031 -0.009
Si 42.161 -1.245 20.303 0.025 -0.04 -0.011
Si -20.244 1.501 20.51 -0.01 -0.011 -0.011
Si -17.619 4.201 20.346 -0.015 0.009 -0.032
Si -20.211 6.916 20.399 0.048 -0.034 0.006
Si -17.671 9.68 20.28 -0.015 0.008 0.027
Si -20.245 -4.109 20.392 -0.037 0.001 0.027
Si -17.594 -1.332 20.409 0.059 0.044 -0.003
Si -14.957 1.379 20.23 -0.004 -0.006 0.023
Si -12.26 4.065 20.062 0.021 0.011 0.008
Si -14.887 6.774 19.969 -0.02 0.004 -0.001
Si -12.204 9.612 20.08 -0.007 -0.006 -0.02
Si -14.916 -4.07 20.214 -0.025 0.022 -0.01
Si -12.314 -1.462 20.164 0.035 -0.006 -0.013
Si -9.504 1.135 20.143 0.015 0.1 0.115
Si -7.027 3.943 20.141 -0.029 -0.022 0.028
Si -9.523 6.641 20.137 0.009 0.032 0.047
Si -6.95 9.505 20.23 -0.012 -0.034 0.049
Si -9.473 -4.186 20.384 0.009 0.016 0.036
Si -6.678 -1.432 20.314 -0.036 -0.023 0.015
Si -4.079 1.352 20.185 -0.036 -0.011 0.059
Si -1.412 4.217 20.44 -0.005 0.041 0.04
Si -4.131 6.664 20.169 -0.054 0.023 -0.007
Si -1.515 -6.798 20.247 0.043 -0.027 -0.026
Si -4.126 -3.997 20.16 0.028 -0.005 -0.025
Si -1.443 -1.311 19.942 -0.006 -0.025 0.028
Si -0.17 0.022 21.358 -0.041 0.023 0.104
Si 2.462 2.88 21.803 0.129 0.034 -0.751
Si -0.571 6.218 21.583 -0.017 0.014 -0.037
Si 3.116 8.06 21.386 0.119 -0.026 0.087
Si -0.053 -5.436 21.48 -0.378 0.395 -0.308
Si 2.437 -2.826 21.296 -0.203 0.398 -0.406
Si 7.632 -0.684 22.968 -0.009 0.014 -0.62
Si 7.848 2.21 23.356 0.084 -0.149 -0.07
Si 4.707 6.236 21.738 -0.063 0.103 -0.63
Si 8.31 8.162 21.516 0.028 -0.014 0.024
Si 5.676 -5.349 21.493 -0.054 0.063 -0.015
Si 8.94 -3.044 20.825 -0.09 -0.109 -0.106
Si 11.682 -0.553 21.666 0.085 -0.002 0.086
Si 13.615 2.792 21.407 -0.034 0.007 0.041
Si 10.746 5.343 21.433 -0.047 -0.063 -0.005
Si 13.469 7.896 21.473 0.049 -0.084 0.07
Si 10.976 10.585 21.773 0.059 -0.077 0.155
Si 13.314 -2.462 21.5 -0.289 0.24 -0.434
Si 16.216 -0.017 21.608 0.03 0.014 0.035
Si 18.874 2.496 21.827 0.001 -0.008 0.084
Si 16.15 5.319 21.788 -0.022 0.027 0.083
Si 18.938 8.182 21.885 -0.037 0 0.029
Si 16.348 11.038 21.672 -0.038 0.079 0.114
Si 19.015 -2.855 21.58 0.012 -0.007 0.044
Si 21.625 -0.102 21.858 0 0.008 0.067
Si 24.474 2.528 22.052 -0.025 -0.028 0.014
Si 21.689 5.254 21.903 0.039 0.009 0.041
Si 24.305 7.971 22.136 -0.051 0.054 0.087
Si 21.614 10.658 21.9 0.001 0.012 0.094
Si 24.483 -2.793 22.058 0.054 -0.026 0.046
Si 27.128 -0.135 21.98 -0.047 0.028 0.017
Si 30.089 2.78 22.024 -0.04 -0.031 0.02
Si 27.153 5.333 22.187 0.033 -0.01 0.002
Si 29.701 8.188 22.154 0.043 0.04 0.069
Si 27.188 10.946 21.908 0.019 0.049 0.035
Si 29.873 -2.769 21.844 0.026 -0.003 0.03
Si 32.768 0.219 21.901 -0.022 -0.071 -0.047
Si 35.287 2.817 21.549 -0.235 0.198 -0.483
Si 32.468 5.568 21.862 -0.067 0.084 0.028
Si 35.405 8.238 22.07 0.012 0.031 0.044
Si 32.678 10.9 21.939 0.009 0.001 0.028
Si 35.433 -2.73 21.835 -0.008 -0.014 0.03
Si 38.143 0.039 21.715 -0.025 0.029 0.053
Si 40.851 2.944 21.771 -0.025 -0.039 0.08
Si 38.147 5.483 21.858 0.003 0.062 0.044
Si 40.98 8.225 21.932 0.001 -0.051 -0.028
Si 38.142 10.918 22.072 -0.013 0.009 0.045
Si 40.984 -2.635 21.807 0.039 -0.079 0.065
Si 43.367 0.279 21.627 -0.049 0.095 0.033
Si -18.843 2.894 21.888 0.021 -0.027 0.057
Si -21.471 5.668 21.933 -0.029 0.033 0.023
Si -18.901 8.346 21.766 -0.002 -0.035 0.004
Si -21.595 10.965 21.875 -0.034 -0.033 -0.009
Si -19.14 -2.522 21.721 -0.236 0.141 -0.424
Si -16.078 -0.063 21.707 0.222 -0.237 -0.476
Si -13.582 2.78 21.477 -0.003 0.064 -0.012
Si -16.203 5.665 21.518 -0.05 0.101 0.035
Si -13.481 8.073 21.221 0.054 0.021 -0.04
Si -16.124 10.838 21.602 0.194 -0.267 -0.395
Si -13.541 -2.855 21.633 0.021 0.028 0.086
Si -10.926 -0.192 21.482 -0.272 0.167 -0.275
Si -8.457 2.64 21.583 -0.323 0.302 -0.383
Si -10.922 5.299 21.514 0.044 -0.068 -0.001
Si -8.441 8.149 21.558 -0.3 0.258 -0.474
Si -10.984 -5.519 21.706 0.026 -0.034 0.036
Si -7.56 -3.278 21.541 0.066 -0.167 -0.621
Si -5.217 -0.106 21.67 0.048 -0.096 0.052
Si -2.77 2.675 21.673 0.087 -0.006 0.114
Si -5.5 5.147 21.377 0.002 0.042 0.009
Si -2.492 -8.594 21.495 0.034 0.036 0.12
Si -5.876 -5.028 21.35 -0.038 0.014 0.1
Si -2.655 -2.629 21.426 -0.013 -0.04 0.084
Si 0.8 -1.727 22.483 -0.273 -0.195 -0.658
Si 3.903 1.11 24.087 -0.064 -0.065 -0.055
Si 1.469 4.208 24.258 -0.099 0.032 0.01
Si 4.245 5.672 24.858 -0.083 0.2 -0.131
Si 2.01 9.103 23.194 0.542 0.215 0.007
Si 4.457 -4.092 23.034 0.348 -0.309 -0.305
Si 5.374 -1.168 22.397 0.273 -0.074 -0.637
Si 10.605 2.622 24.262 0.147 0.162 -0.108
Si 5.897 3.212 25.422 -0.087 -0.045 -0.081
Si 9.976 7.086 22.805 -0.023 0.042 0.024
Si 7.4 -6.363 22.662 0.002 0.017 0.053
Si 9.112 11.668 22.619 -0.002 -0.274 -0.556
Si 12.49 0.246 23.728 -0.186 -0.033 -0.708
Si 15.032 1.629 22.813 0.082 -0.03 -0.657
Si 12.482 4.401 22.666 0.194 0.218 -0.462
Si 14.203 6.148 22.866 -0.069 -0.207 -0.64
Si 11.807 8.663 22.89 -0.235 -0.012 -0.589
Si 15.56 12.673 23.265 0.254 -0.332 -0.646
Si 17.658 -1.415 22.801 -0.021 0.016 -0.44
Si 19.852 0.789 23.181 0.098 0.171 -0.758
Si 17.269 3.689 23.066 0.134 0.093 -0.75
Si 20.558 6.942 23.072 0.206 0.266 -0.458
Si 18.059 10.117 23.026 0.265 0.13 -0.54
Si 19.879 -4.519 23.01 -0.16 -0.293 -0.517
Si 23.159 -1.23 23.221 -0.031 -0.171 -0.719
Si 25.518 0.845 23.424 0.19 0.184 -0.705
Si 23.181 4.013 23.318 -0.201 -0.092 -0.645
Si 25.381 6.309 23.495 0.232 0.193 -0.731
Si 22.27 -7.589 23.176 -0.052 -0.231 -0.799
Si 26.407 -3.601 23.243 -0.001 0.251 -0.588
Si 28.117 -1.905 23.139 0.02 -0.032 0.038
Si 32.045 2.09 23.221 0.026 0.044 0.007
Si 29.125 4.493 23.307 -0.02 0.199 -0.591
Si 30.676 6.348 23.224 -0.13 -0.148 -0.656
Si 28.647 9.993 23.478 -0.263 -0.43 -0.673
Si 31.051 -4.297 23.185 0.187 0.268 -0.755
Si 34.288 -1.122 23.055 -0.089 0.022 -0.676
Si 36.694 0.78 23.4 0.316 -0.177 -0.45
Si 33.682 3.876 22.811 -0.405 -0.267 -0.299
Si 37.068 7.027 23.245 -0.227 -0.089 -0.761
Si 34.268 9.893 23.354 -0.041 -0.166 -0.63
Si 36.508 -4.191 23.364 0.244 0.065 -0.62
Si 39.78 -1.013 22.953 0.005 -0.16 -0.654
Si 41.841 1.313 23.079 0.142 0.19 -0.781
Si 39.601 4.272 23.244 -0.088 0 -0.673
Si 42.841 7.428 23.199 0.173 0.143 -0.559
Si 39.331 9.235 23.289 0.105 0.241 -0.68
Si 42.876 -3.408 22.991 0.011 0.216 -0.678
Si 44.303 -1.464 22.689 -0.164 -0.276 -0.404
Si -17.23 2.158 23.485 -0.433 0.147 -0.361
Si -19.941 4.406 23.272 -0.145 0.08 -0.686
Si -16.918 7.548 22.814 0.125 0.136 -0.632
Si -20.652 9.185 23.203 -0.189 -0.11 -0.524
Si -16.582 -4.881 24.569 0.041 0.053 -0.121
Si -14.544 -1.247 22.992 0.262 0.257 -0.542
Si -11.945 1.585 22.632 -0.044 -0.048 -0.003
Si -14.892 4.261 22.805 0.438 0.309 -0.235
Si -11.997 7.022 22.631 0.003 0.018 -0.003
Si -15.009 9.071 22.594 0.013 -0.054 -0.015
Si -12.303 -4.191 23.14 0.009 -0.008 -0.044
Si -10.966 -2.223 23.845 -0.321 -0.448 -0.328
Si -6.051 1.537 23.074 0.655 0.046 -0.466
Si -10.339 3.358 22.81 -0.053 -0.002 -0.532
Si -6.4 6.395 23.061 0.145 -0.354 -0.562
Si -10.32 8.822 22.834 -0.161 -0.062 -0.563
Si -8.152 -3.114 24.644 0.031 -0.023 0.04
Si -3.38 -0.964 22.943 0.151 0.213 -0.598
Si -1.764 0.884 22.819 -0.321 -0.222 -0.668
Si -4.641 3.477 22.826 -0.084 -0.278 -0.509
Si 0.172 6.76 23.765 -0.09 -0.109 -0.571
Si -4.733 -5.852 23.215 -0.222 -0.131 -0.617
Si -0.802 -3.48 22.546 0.203 0.102 -0.648
Si 1.769 -0.685 25.369 -0.038 -0.111 -0.132
Si 2.248 6.176 -3.113 -0.062 0.074 0.053
Si 4.365 -7.845 26.296 0.043 -0.058 0.061
Si 9.095 -1.911 -1.139 -0.099 -0.076 0.046
Si 1.521 -3.47 26.662 0.021 -0.087 -0.077
Si 2.393 -3.807 -1.353 -0.024 -0.63 0.264
Si 3.689 0.36 -4.532 -0.041 0.134 0.047
Si 12.737 -2.067 25.814 -0.146 -0.019 0.155
Si 7.053 -7.257 24.785 0.111 0.275 -0.515
Si 9.147 7.025 25 0.254 -0.109 -0.528
Si 8.289 -2.965 25.041 0.01 -0.171 0.081
Si 11.674 -4.626 26.322 -0.038 -0.025 0.066
Si 14.929 -1.73 -5.672 -0.141 -0.044 0.126
Si 17.595 -2.348 -4.456 -0.023 0.109 0.136
Si 10.325 -2.23 27.272 -0.046 -0.077 -0.016
Si 12.519 7.568 -5.577 0.018 -0.021 -0.073
Si 13.217 -5.925 -5.132 -0.021 0.012 -0.014
Si 15.99 -5.926 25.251 -0.021 -0.03 -0.168
Si 16.496 7.208 -4.847 -0.082 -0.051 0.008
Si 19.199 5.022 25.215 0.043 0.04 -0.192
Si 21.235 2.582 25.387 0.038 0.03 -0.079
Si 18.602 4.878 -1.506 0.26 0.814 0.11
Si 13.766 8.07 25.168 -0.196 -0.024 -0.164
Si 20.433 -2.475 -5.528 0.021 0.043 -0.071
Si 21.406 -2.908 25.289 -0.081 -0.014 -0.111
Si 31.605 6.463 26.236 -0.035 0.012 0
Si 28.454 3.964 26.346 0.027 -0.005 -0.126
Si 26.158 6.119 26.418 -0.031 0.074 -0.015
Si 21.732 6.915 -5.386 -0.136 0.135 0.09
Si 27.05 -5.13 25.845 0.208 0.104 -0.156
Si 24.759 -6.186 -5.978 -0.038 0.102 -0.056
Si 32.393 1.844 25.538 -0.241 0.17 -0.52
Si -32.626 4.027 -4.155 -0.049 -0.07 0.062
Si -31.972 -2.59 -2.983 0.094 -0.561 -0.016
Si 26.376 -8.11 -4.602 0.08 -0.1 -0.003
Si -26.738 -2.853 25.135 -0.142 0.023 0.12
Si -27.287 2.566 25.342 -0.017 0.02 -0.064
Si 31.176 1.64 -5.423 0.101 0.056 -0.144
Si -29.462 4.871 25.056 0.036 -0.067 -0.215
Si -29.789 -6.534 -5.246 0.067 0.102 0.094
Si -30.371 -0.398 -4.257 -0.025 0.038 0.138
Si -26.727 -6.614 -5.656 0.042 -0.039 0.044
Si -11.345 3.835 25.566 0.059 -0.093 -0.022
Si -23.837 5.749 25.307 0.004 0.078 -0.099
Si -20.391 2.612 -5.808 0.127 0.062 0.043
Si -8.828 -7.629 -3.273 -0.38 -0.06 0.547
Si -24.577 7.389 -5.6 0.082 -0.018 0.015
Si -20.109 -3.666 27.056 0.243 0.313 0.517
Si -16.233 -1.644 -5.108 -0.103 0.001 0.034
Si -19.002 7.362 27.454 0.048 0.046 0.043
Si -25.198 5.754 -2.97 0.144 0.016 0.128
Si -19.008 -6.347 25.817 -0.14 0.1 -0.09
Si -17.673 -4.461 -0.322 -0.203 0.245 0.309
Si -16.421 -2.044 25.443 -0.004 0.076 -0.096
Si -12.915 0.044 24.144 0.021 0.24 -0.646
Si -13.425 5.786 24.095 -0.098 0.136 -0.676
Si -17.599 2.056 26.667 0.09 0.004 -0.17
Si -13.606 1.973 26.432 0.145 0.071 0.115
Si -13.134 7.916 26.069 -0.055 -0.043 0.077
Si -6.005 -7.566 -2.115 0.004 -0.101 0.023
Si -6.418 1.761 26.069 -0.005 0.044 -0.029
Si -7.886 0.319 -5.473 -0.085 -0.054 -0.044
Si -7.181 3.867 -2.608 0.278 -0.558 -0.024
Si -3.456 -2.243 25.927 -0.018 0.033 -0.191
Si -9.13 -7.603 25.766 -0.002 -0.014 0.071
Si -6.924 -4.188 -5.522 0.199 0.548 -0.186
Si -6.263 1.842 -3.307 -0.302 0.468 0.287
Si 5.337 -6.297 -4.842 0.321 -0.129 0.483
Si -1.81 7.418 -5.669 -0.103 -0.03 0.098
Si -1.785 -7.58 25.336 -0.019 0.027 -0.089
Si -3.917 -8.023 23.371 0.306 0.152 -0.725
Si -1.049 -2.248 -5.836 0.011 0.073 0.04
Si -0.359 5.306 -4.226 -0.025 -0.035 -0.018
Si -4.293 5.722 -6.013 -0.096 -0.085 0.05
Si -1.721 -7.077 -3.302 0.041 0.1 -0.075
Si 6.798 -4.182 27.388 0.095 -0.019 0.021
Si -2.333 -4.652 24.678 -0.073 0.006 0.009
Si 0.599 0.08 -4.337 0.038 -0.087 0.007
Si 5.819 2.552 -5.206 0.005 -0.132 0.079
Si 9.574 3.309 -1.633 0.04 0.047 0.119
Si 2.824 10.621 24.891 -0.165 -0.225 -0.489
Si 9.81 5.707 27.535 -0.016 0.035 -0.065
Si 9.17 -5.128 -4.566 0.312 0.163 0.196
Si 8.57 -1.017 -3.947 -0.164 -0.073 0.043
Si 13.08 2.807 -5.391 -0.012 -0.034 0.15
Si 13.17 1.1 -2.932 -0.046 -0.023 -0.049
Si 8.701 1.904 -4.146 -0.078 0.068 0.021
Si 16.302 -6.249 -5.432 -0.059 -0.058 0.067
Si 14.239 5.46 -4.691 0.102 -0.031 0.044
Si 15.372 1.108 -4.872 -0.121 0.043 0.112
Si 19.702 3.154 -3.751 -0.153 0.037 0.145
Si 22.127 -0.127 -0.586 0.031 -0.156 0.095
Si 15.604 4.848 -1.997 0.004 0.01 -0.007
Si 13.03 7.938 -0.473 -0.145 0.144 0.065
Si 22.283 -4.737 27.356 0.013 0.023 0.041
Si 17.692 -4.857 -2.998 -0.243 -0.035 0.19
Si 22.303 2.417 -5.282 -0.13 -0.065 0.008
Si 25.024 5.968 -2.952 -0.11 0.108 0.053
Si 29.223 -1.17 25.069 -0.388 -0.293 -0.51
Si 22.468 7.624 -2.611 -0.2 -0.004 0.156
Si 22.252 -7.401 26.338 -0.001 -0.036 -0.035
Si 24.233 1.288 -3.369 -0.034 -0.04 0.104
Si 29.415 6.727 -2.486 0.112 -0.103 -0.033
Si -32.391 -0.603 27.096 -0.011 0.06 0.018
Si 29.147 -6.871 -3.686 0.047 0.041 0.018
Si 29.18 -3.403 27.367 -0.078 0.003 0.045
Si 25.289 -3.994 -1.123 0.03 0.249 0.681
Si -31.584 -4.735 -3.825 0.091 0.658 0.306
Si -25.006 -1.605 27.102 -0.047 -0.057 0.023
Si -30.452 -6.965 -2.509 -0.25 -0.531 0.524
Si -32.143 -7.291 26.216 0.051 0.139 0.029
Si -25.302 -5.36 25.709 -0.009 -0.078 -0.016
Si 30.364 -2.072 -3.501 0.016 -0.05 -0.127
Si -27.32 -0.106 -3.696 -0.015 -0.032 -0.015
Si 30.171 5.54 -5.123 -0.024 0.076 -0.035
Si -21.515 7.649 -4.865 -0.174 0.077 0.03
Si -24.093 7.317 -0.584 0.21 -0.313 0.419
Si -19.514 -3.529 -2.607 0.093 0.452 -0.316
Si -23.438 -6.116 -1.551 -0.029 0.036 0.088
Si -25.346 -2.372 -3.643 0.04 0.129 0.109
Si -20.62 0.37 -3.676 0.06 -0.089 0.049
Si -25.594 1.416 -5.896 -0.037 -0.12 -0.016
Si -22.079 3.122 25.249 0 0.071 -0.161
Si -19.42 9.225 -0.11 -0.162 -0.247 0.601
Si -23.059 1.126 -1.877 0.082 -0.062 0.061
Si -19.056 -1.942 24.592 0.08 0.054 -0.17
Si -14.747 2.748 -2.668 -0.066 0.017 0.121
Si -15.696 4.165 26.55 -0.021 0.007 0.209
Si -18.445 7.222 1.016 -0.053 0.108 0.008
Si -13.834 -5.986 24.247 0.237 0.091 -0.629
Si -14.692 -3.777 -3.5 0.115 -0.011 0.094
Si -11.663 -3.653 -4.151 0.135 0.082 0.11
Si -14.804 5.405 -4.282 -0.071 -0.038 -0.105
Si -6.879 -5.775 25.526 -0.083 0.033 -0.047
Si -9.895 -7.648 -1.228 0.229 0 -0.607
Si -10.471 6.373 26.879 0.04 0.047 0.532
Si -19.305 -2.264 -4.614 -0.196 -0.788 0.09
Si -5.276 -4.148 -0.062 -0.029 -0.004 -0.005
Si -6.194 -0.306 -1.169 -0.026 -0.085 0.056
Si -5.402 -4.806 -2.892 0.079 -0.032 0.049
Si -0.045 1.72 25.407 0.012 -0.094 -0.174
Si 2.598 -4.8 -4.303 0.069 -0.073 -0.051
Si -9.667 -5.468 -5.412 0.087 -0.063 -0.033
Si -4.169 2.574 -5.434 -0.107 0.051 -0.138
Si -6.409 -2.289 27.074 -0.142 -0.605 0.152
Si 3.443 1.754 -1.857 0.025 0.002 -0.01
Si -5.917 4.604 25.235 0.154 -0.125 -0.132
Si 5.706 -1.843 -4.448 0.151 0.026 0.044
Si 1.414 -7.281 -3.255 0.013 0.2 0.015
Si 5.16 -2.271 -1.368 0.527 -0.308 0.293
Si 4.478 4.244 -3.139 0.059 -0.057 0.03
Si 9.515 -6.647 26.324 -0.062 -0.045 0.058
Si 7.042 4.711 -1.503 0.095 0.093 0.01
Si 10.467 6.358 -1.303 -0.026 0.1 0.101
Si 8.472 6.741 -3.464 0.133 0.067 0.141
Si 10.313 2.746 27.16 0.002 0.043 0.038
Si 13.67 -3.199 -0.469 0.053 -0.09 0.015
Si 13.715 2.939 -0.476 -0.023 0.194 -0.151
Si 1.478 5.259 -0.324 0.019 -0.022 0.114
Si 15.507 7.87 -1.886 0.351 0.293 0.294
Si 11.162 -4.316 -3.628 -0.64 -0.049 -0.511
Si 12.888 -1.906 -3.197 -0.086 -0.03 0.062
Si 17.37 0.243 -0.393 0.061 -0.137 0.09
Si 17.859 0.702 -3.486 0.047 0.012 0.098
Si 20.699 6.619 1.544 -0.045 0.031 0.696
Si 18.943 5.548 -5.361 -0.05 -0.051 -0.071
Si 17.247 -7.115 -0.991 -0.332 -0.252 0.4
Si 20.453 -4.268 -1.783 -0.121 0.124 0.233
Si 21.745 -1.681 -3.126 0.064 -0.026 0.075
Si 26.438 0.15 -4.751 -0.031 -0.009 -0.107
Si 24.121 4.843 -5.585 -0.002 0.062 0.054
Si 22.843 -5.997 -1.254 0.114 -0.048 0.173
Si 27.338 1.062 26.039 -0.043 -0.06 -0.1
Si 24.046 2.338 -0.644 0.053 0.004 0.049
Si 24.72 -1.578 -3.111 0.068 -0.049 0.044
Si 32.036 -2.158 24.986 -0.035 0.034 -0.094
Si 26.867 5.916 -0.787 0.17 -0.118 0.073
Si 31.116 7.182 -0.235 0.197 -0.294 0.475
Si 27.971 -5.401 -1.23 0.178 -0.132 0.033
Si 29.78 -3.054 -0.581 0.105 0.072 0.043
Si -30.916 1.376 -1.984 -0.43 0.325 0.196
Si 30.036 2.352 -0.934 0.04 -0.033 0.037
Si 31.227 -5.477 -5.715 0.099 -0.098 0.108
Si -31.325 8.079 -0.845 0.201 0.243 -0.403
Si 29.177 0.769 -3.486 0.075 0.056 0.043
Si 33.525 -1.085 -0.262 0.31 -0.32 0.375
Si -26.016 -5.17 -3.072 0.019 0.095 0.057
Si -32.219 3.203 -1.413 0.331 -0.588 0.007
Si -23.894 3.222 -4.063 -0.016 -0.091 -0.018
Si -28.105 -5.388 -1.008 -0.125 -0.018 0.071
Si -27.997 1.74 -1.446 -0.06 0.054 0.028
Si -27.188 4.582 -1.137 -0.012 -0.078 0.032
Si -24.242 -1.364 -0.977 0.03 0.013 0.149
Si -17.163 7.233 -3.517 0.064 0.065 -0.025
Si -21.194 4.696 -4.076 0.027 0.066 0.024
Si -20.767 -6.418 -2.843 0.107 0.066 0.139
Si -31.634 4.29 26.746 0.007 -0.023 -0.11
Si -22.977 -3.678 26.107 0.028 0.112 0.042
Si -14.966 -3.027 -0.528 -0.172 -0.078 -0.005
Si -15.439 1.125 -4.996 0.036 0.032 -0.074
Si -20.052 3.926 -1.21 -0.008 0.037 0.005
Si -17.698 5.901 25.12 -0.088 0.013 -0.039
Si -21.086 -1.709 -0.487 0.18 -0.366 0.27
Si -19.356 0.878 -1.176 0.201 -0.085 -0.038
Si -11.859 1.58 -2.519 0.095 -0.043 0.069
Si -10.311 -0.826 -3.932 0.035 -0.051 0.026
Si -15.153 -6.759 -2.852 0.054 -0.11 0.008
Si -13.155 7.983 -4.446 -0.013 0.098 -0.156
Si -2.463 -4.028 -3.632 -0.012 -0.134 0.08
Si -2.357 -3.086 -0.815 -0.096 0.007 -0.036
Si -1.157 2.462 -5.404 0.01 -0.008 -0.036
Si -10.133 4.137 -2.698 0.052 0.106 0.084
Si -2.516 8.045 -0.634 0.137 0.021 -0.077
Si -5.068 6.03 -3.205 0.011 0.094 0.186
Si -10.497 6.684 -4.411 0.043 -0.324 -0.592
Si 0.657 0.599 -1.277 -0.01 -0.042 -0.04
Si 1.371 -1.242 6.708 0.025 0.021 -0.05
Si 4.159 1.256 6.854 0.067 -0.035 -0.043
Si 1.43 4.075 6.683 -0.01 0.035 -0.008
Si 4.212 6.788 6.765 -0.019 0.02 0.001
Si 1.483 9.568 6.649 -0.011 0.011 -0.015
Si 4.126 12.298 6.795 -0.023 -0.009 -0.038
Si 6.894 -1.297 6.718 -0.023 -0.015 0.013
Si 9.562 1.348 6.734 0.039 -0.001 -0.004
Si 6.87 4.168 6.794 -0.003 0.024 -0.02
Si 9.598 6.744 6.955 0.031 0 0
Si 6.877 9.535 6.941 -0.017 0.042 0.001
Si 9.623 12.3 6.77 0.015 -0.017 -0.042
Si 12.357 -1.374 6.857 -0.008 -0.005 0.005
Si 15.07 1.284 6.883 0.008 -0.007 0.005
Si 12.324 4.044 6.852 -0.026 0.023 0.004
Si 15.062 6.742 6.881 0.026 0.01 -0.002
Si 12.331 9.526 6.879 0.014 0.023 -0.02
Si 15.064 12.21 6.89 0 -0.009 0.016
Si 17.797 -1.391 6.823 -0.023 -0.022 0.002
Si 20.524 1.293 6.859 -0.019 -0.008 0.009
Si 17.785 4.045 6.846 -0.013 0.021 -0.007
Si 20.487 6.781 6.835 -0.002 -0.009 -0.005
Si 17.75 9.498 6.907 0.028 0.015 0.014
Si 20.479 12.187 6.88 -0.005 0.009 0.005
Si 23.225 -1.445 6.92 0.017 -0.028 0.003
Si 25.888 1.299 6.802 -0.03 0.014 -0.013
Si 23.202 4.005 6.803 0.014 -0.004 -0.005
Si 25.897 6.755 6.79 0.001 -0.006 -0.001
Si 23.187 9.466 6.8 -0.002 0.019 0.005
Si 25.886 12.176 6.83 0.011 0.009 0.023
Si 28.612 -1.46 6.816 0.01 -0.028 -0.008
Si 31.3 1.258 6.872 0.023 -0.027 0.003
Si 28.546 4.021 6.844 -0.014 0.019 0.002
Si 31.272 6.682 6.824 0.021 0.005 -0.015
Si 28.568 9.449 6.841 0.004 0.004 0
Si 31.228 12.13 6.869 0.015 0.01 0.004
Si 33.967 -1.396 6.911 -0.004 0.003 0.023
Si 36.657 1.31 6.86 0 0.014 0.003
Si 33.958 3.977 6.829 0.033 -0.019 -0.015
Si -28.602 6.723 6.911 0.02 0 -0.005
Si 33.963 9.423 6.916 -0.015 0.009 -0.016
Si -28.611 12.228 7.021 0 0.011 0.039
Si -25.885 -1.404 6.919 0.005 -0.005 -0.005
Si -23.162 1.36 6.865 0.017 -0.019 0.007
Si -25.949 4.067 6.899 -0.002 0.034 -0.01
Si -23.156 6.73 7.002 0.016 -0.026 0.031
Si -25.924 9.501 6.95 -0.001 0.021 0.028
Si -23.27 12.228 6.926 0.011 0.016 0.018
Si -20.53 -1.269 6.821 0.013 0.021 -0.013
Si -17.791 1.487 6.631 -0.013 -0.016 0.026
Si -20.442 4.087 6.702 0.002 -0.006 0.018
Si -17.746 6.81 6.619 0.001 -0.031 -0.019
Si -20.47 9.508 6.877 -0.007 -0.014 -0.001
Si -17.742 12.271 6.712 -0.005 -0.042 -0.028
Si -15.05 -1.265 6.574 -0.009 -0.031 -0.01
Si -12.36 1.471 6.543 0.007 -0.007 0.014
Si -15.081 4.156 6.533 -0.03 0.012 -0.029
Si -12.4 6.911 6.6 -0.036 0 0.005
Si -15.063 9.575 6.593 -0.008 0.006 0.01
Si -12.326 -3.942 6.587 0 0.079 -0.041
Si -9.581 -1.333 6.478 -0.014 0.007 -0.039
Si -6.801 1.398 6.647 -0.007 -0.036 -0.014
Si -9.601 4.181 6.579 -0.026 0.004 -0.004
Si -6.861 6.844 6.73 -0.019 -0.024 0.037
Si -9.617 -6.744 6.61 -0.004 -0.021 0.017
Si -6.841 -3.992 6.592 -0.005 -0.032 0.014
Si -4.056 -1.305 6.6 0.014 -0.004 0.027
Si -1.341 1.403 6.691 0.027 -0.013 0.005
Si -4.161 4.169 6.701 0.032 0.026 -0.017
Si -1.289 6.823 6.635 0.004 -0.018 -0.006
Si -4.075 -6.757 6.608 -0.032 0.002 -0.006
Si -1.335 -4.012 6.641 -0.031 -0.02 -0.016
Si 2.734 -0.009 8.166 -0.057 0.001 0.024
Si 5.497 2.744 8.103 0.004 -0.013 -0.034
Si 2.762 5.458 8.059 0.017 -0.024 -0.016
Si 5.497 8.144 8.201 0.02 -0.011 0.002
Si 2.766 10.911 8.103 -0.002 -0.029 -0.003
Si 5.508 -2.648 8.093 0.027 0 0.007
Si 8.225 0.02 8.127 -0.006 -0.006 0.01
Si 10.926 2.676 8.147 -0.001 0.006 -0.013
Si 8.209 5.413 8.256 0.011 0.028 0.015
Si 10.961 8.166 8.223 -0.048 0.022 0.016
Si 8.265 10.946 8.174 -0.014 -0.012 0.015
Si 10.966 -2.721 8.184 0.028 0.017 -0.009
Si 13.693 -0.032 8.235 0.001 -0.013 0.01
Si 16.423 2.682 8.209 -0.009 -0.016 -0.012
Si 13.676 5.4 8.217 -0.019 0.007 -0.008
Si 16.414 8.106 8.236 -0.017 0.016 0.001
Si 13.7 10.857 8.235 0.017 -0.013 0.002
Si 16.436 -2.737 8.208 0.003 -0.007 0.003
Si 19.145 -0.053 8.213 0.005 -0.007 -0.005
Si 21.867 2.666 8.208 0.01 -0.022 0.004
Si 19.146 5.403 8.202 -0.01 0.002 -0.007
Si 21.858 8.112 8.2 0.01 -0.003 -0.006
Si 19.129 10.843 8.247 -0.013 0.001 0.006
Si 21.842 -2.796 8.253 0.004 -0.01 0.011
Si 24.567 -0.043 8.229 -0.001 0.003 -0.008
Si 27.216 2.65 8.211 0.002 0.001 0.004
Si 24.548 5.383 8.169 -0.01 0.019 -0.003
Si 27.223 8.093 8.213 -0.009 0.01 -0.003
Si 24.534 10.814 8.2 -0.013 0 -0.002
Si 27.237 -2.783 8.208 -0.017 0.006 -0.004
Si 29.941 -0.104 8.225 0.004 -0.002 0.004
Si 32.623 2.648 8.243 -0.019 0.021 -0.002
Si 29.91 5.37 8.224 -0.005 -0.022 0.005
Si 32.601 8.051 8.243 0.01 -0.004 -0.003
Si 29.902 10.789 8.255 0.008 -0.009 -0.003
Si 32.591 -2.788 8.228 -0.013 -0.01 -0.008
Si 35.316 -0.024 8.269 0.001 -0.002 -0.009
Si -27.286 2.684 8.247 0.006 -0.002 -0.011
Si -29.987 5.357 8.229 -0.025 0.016 0.01
Si -27.275 8.115 8.279 0.013 -0.017 0.009
Si -29.992 10.821 8.293 -0.012 -0.019 -0.006
Si -27.245 -2.716 8.326 0.015 0.005 -0.001
Si -24.52 -0.008 8.232 -0.01 -0.009 -0.007
Si -21.782 2.75 8.148 0.01 -0.004 0.001
Si -24.573 5.395 8.284 -0.026 -0.003 0.008
Si -21.797 8.153 8.262 0.034 -0.009 0.006
Si -24.582 10.873 8.305 -0.01 -0.002 -0.007
Si -21.863 -2.673 8.184 0.005 0.01 -0.008
Si -19.101 0.104 8.07 -0.005 0.001 0.008
Si -16.395 2.812 7.978 -0.001 -0.003 -0.008
Si -19.085 5.468 8.048 0 0.015 -0.007
Si -16.389 8.192 7.985 0.01 0.004 -0.012
Si -19.087 10.926 8.125 -0.004 0.018 0.006
Si -16.373 -2.638 7.996 -0.017 0.026 0.012
Si -13.669 0.074 7.933 0.012 0.016 0.007
Si -10.964 2.792 7.917 0.017 0.003 0.007
Si -13.724 5.502 7.939 0.033 -0.006 0.001
Si -11 -8.085 7.969 0.041 0.021 -0.009
Si -13.673 -5.366 7.931 0.001 -0.049 -0.011
Si -10.928 -2.63 7.932 0.039 -0.025 -0.002
Si -8.222 0.016 7.906 0.004 -0.026 0.005
Si -5.472 2.756 8.034 0.021 0.005 0.009
Si -8.245 5.473 8.015 -0.012 -0.003 0
Si -5.439 -8.102 7.993 0.005 0.003 -0.001
Si -8.2 -5.393 7.937 -0.011 0.011 -0.017
Si -5.46 -2.648 7.949 -0.004 0.011 0.012
Si -2.709 0.027 8.013 0.008 0.014 0.023
Si 0.035 2.752 8.04 -0.01 -0.021 0.018
Si -2.7 5.49 7.996 -0.011 -0.003 0.023
Si 0.051 8.22 7.985 0.004 0.022 -0.012
Si -2.717 -5.386 7.972 0.017 0.011 -0.007
Si 0.021 -2.662 8.023 -0.014 0.026 0.003
Si 1.375 1.406 9.438 -0.006 0.005 0.008
Si 4.103 4.092 9.439 0 0.023 -0.003
Si 1.379 6.844 9.375 -0.013 -0.03 -0.002
Si 4.102 9.542 9.48 0 -0.011 0.001
Si 1.372 -4.032 9.408 -0.011 -0.01 -0.004
Si 4.119 -1.353 9.485 0.014 -0.014 0.006
Si 6.851 1.383 9.468 0.037 0.009 0.003
Si 9.586 4.029 9.54 -0.008 -0.036 -0.01
Si 6.85 6.806 9.562 -0.026 0.002 0.011
Si 9.586 9.543 9.534 0.039 0.016 0.001
Si 6.851 -4.02 9.473 -0.012 0.023 -0.018
Si 9.576 -1.347 9.492 -0.001 0.005 0
Si 12.294 1.34 9.531 -0.024 -0.001 -0.009
Si 15.039 4.031 9.561 0.003 -0.01 -0.001
Si 12.32 6.78 9.556 0.017 0.001 0.002
Si 15.057 9.483 9.571 -0.003 -0.002 -0.007
Si 12.318 -4.09 9.545 -0.005 -0.018 -0.006
Si 15.063 -1.391 9.567 -0.021 0.002 -0.001
Si 17.784 1.317 9.566 0.004 0.007 0.001
Si 20.504 4.034 9.558 0.007 0.014 0.004
Si 17.784 6.749 9.574 -0.007 0 -0.01
Si 20.505 9.469 9.575 -0.003 0.01 -0.007
Si 17.778 -4.101 9.582 0.002 0.007 -0.003
Si 20.486 -1.415 9.594 -0.015 0.017 0.004
Si 23.205 1.309 9.588 0.004 0.019 0.011
Si 25.881 4.028 9.577 -0.002 -0.002 -0.007
Si 23.201 6.736 9.561 -0.002 -0.007 0.007
Si 25.875 9.453 9.588 -0.013 -0.018 -0.001
Si 23.203 -4.153 9.602 0.006 0.008 -0.005
Si 25.909 -1.415 9.596 0.016 0.008 -0.001
Si 28.583 1.289 9.578 -0.003 -0.013 -0.01
Si 31.263 4.017 9.607 0.015 0.005 0.005
Si 28.577 6.747 9.601 0.013 0.019 -0.002
Si 31.266 9.44 9.617 -0.005 0.01 0.002
Si 28.564 -4.146 9.61 0.005 -0.006 -0.008
Si 31.27 -1.432 9.631 -0.003 0.003 -0.002
Si 33.971 1.326 9.646 0.01 0.006 0.002
Si -28.621 4.043 9.626 -0.001 -0.004 -0.005
Si 33.96 6.721 9.621 -0.002 -0.016 0.004
Si -28.629 9.471 9.646 0.012 0.002 0.009
Si 33.941 -4.12 9.635 0.005 0.009 0.001
Si -28.611 -1.357 9.66 0.001 -0.004 0.005
Si -25.895 1.345 9.595 0 -0.015 -0.006
Si -23.161 4.049 9.569 0.006 0.002 -0.009
Si -25.898 6.786 9.637 0.023 0.027 0.008
Si -23.168 9.525 9.602 0 0.014 -0.002
Si -25.907 -4.085 9.672 -0.004 -0.015 0.016
Si -23.179 -1.347 9.6 -0.006 -0.01 0.01
Si -20.435 1.402 9.503 0.016 0.006 0.003
Si -17.724 4.129 9.409 0.007 0.009 0
Si -20.41 6.779 9.522 -0.018 0.001 0.005
Si -17.722 9.534 9.419 -0.019 -0.015 -0.001
Si -20.453 -4.034 9.49 0.016 -0.007 -0.001
Si -17.732 -1.296 9.387 0.001 -0.002 0.007
Si -15.029 1.419 9.317 -0.022 -0.024 0.002
Si -12.324 4.141 9.291 -0.004 0.013 0.005
Si -15.032 6.848 9.357 -0.01 -0.008 0.007
Si -12.329 -6.721 9.329 0.008 0 0.006
Si -15.014 -4.022 9.335 0.017 0.017 -0.019
Si -12.292 -1.281 9.296 -0.003 0.022 -0.003
Si -9.587 1.4 9.261 -0.023 -0.007 -0.005
Si -6.861 4.112 9.356 -0.035 -0.012 0
Si -9.611 6.861 9.323 0.003 0.003 0.008
Si -6.83 -6.742 9.316 0.006 0.001 -0.004
Si -9.574 -4.028 9.282 -0.008 -0.009 0.003
Si -6.841 -1.306 9.303 0.01 -0.008 0.005
Si -4.079 1.396 9.362 0.005 -0.032 0.013
Si -1.357 4.113 9.363 -0.002 -0.009 0.003
Si -4.068 6.856 9.342 -0.002 0.016 -0.011
Si -1.34 -6.744 9.335 -0.017 0.009 0.005
Si -4.099 -4.029 9.315 -0.015 -0.003 -0.001
Si -1.349 -1.323 9.389 0.004 0.007 0.013
Si 0.01 0.036 10.766 0.021 0.012 0
Si 2.735 2.751 10.797 -0.012 -0.014 0.005
Si 0.003 5.478 10.718 -0.019 0.009 0.002
Si 2.709 8.182 10.789 -0.007 0.005 0.002
Si -0.007 -5.395 10.739 -0.007 0.015 0.001
Si 2.742 -2.709 10.808 0.009 0.006 -0.003
Si 5.468 0.036 10.818 -0.021 0.009 -0.001
Si 8.197 2.694 10.87 0 -0.007 0.011
Si 5.446 5.435 10.835 0.02 0 0.001
Si 8.212 8.186 10.881 0.003 0.008 0.007
Si 5.473 -5.393 10.811 0.024 0.004 0.001
Si 8.197 -2.679 10.848 0.011 -0.007 0.002
Si 10.925 -0.011 10.872 0.013 -0.003 0.01
Si 13.656 2.683 10.904 -0.013 0.002 -0.006
Si 10.942 5.402 10.881 -0.033 0.007 -0.001
Si 13.686 8.128 10.904 0.003 0.019 0.002
Si 10.948 -5.441 10.888 -0.003 -0.006 0.009
Si 13.681 -2.743 10.897 0.007 0.003 0.007
Si 16.411 -0.032 10.928 -0.014 -0.008 -0.006
Si 19.149 2.671 10.919 0.001 0.001 0
Si 16.409 5.389 10.909 0.004 0.005 0.001
Si 19.148 8.106 10.927 0.001 -0.011 -0.001
Si 16.42 -5.476 10.915 0.006 0 0.001
Si 19.124 -2.762 10.964 -0.012 -0.03 0.001
Si 21.852 -0.057 10.947 0.004 0.004 0
Si 24.544 2.671 10.963 -0.016 -0.004 0.003
Si 21.853 5.382 10.937 -0.008 -0.009 0.001
Si 24.533 8.09 10.96 0 0.002 0.003
Si 21.844 -5.506 10.965 0.001 -0.011 0
Si 24.553 -2.781 10.962 -0.004 -0.004 0
Si 27.244 -0.057 10.979 -0.006 -0.008 -0.003
Si 29.913 2.656 10.975 -0.003 -0.002 -0.004
Si 27.223 5.383 10.967 0.003 -0.008 -0.001
Si 29.913 8.102 11 0.005 0.002 -0.001
Si 27.22 -5.507 10.979 -0.01 0.014 -0.003
Si 29.913 -2.786 10.996 0.006 0.005 -0.003
Si 32.61 -0.045 10.997 0.005 -0.018 0.001
Si -29.961 2.696 11.016 -0.006 0.008 -0.001
Si 32.606 5.382 11 0.004 0.011 0
Si -29.977 8.103 10.997 -0.013 -0.005 -0.004
Si 32.6 -5.495 10.996 0.002 -0.008 -0.005
Si -29.973 -2.745 10.995 0.001 0.016 -0.006
Si -27.238 0.006 11.001 -0.009 0.01 -0.004
Si -24.521 2.709 10.946 0.019 -0.008 -0.006
Si -27.26 5.421 10.983 -0.014 0.001 -0.001
Si -24.528 8.167 10.963 -0.009 -0.006 0.001
Si -27.269 -5.465 10.997 0.002 0.015 -0.011
Si -24.525 -2.704 10.98 0.001 0.005 -0.003
Si -21.79 0.042 10.889 0.004 -0.001 -0.002
Si -19.065 2.777 10.813 -0.009 0.003 0.001
Si -21.8 5.448 10.89 0.007 -0.014 -0.007
Si -19.065 8.192 10.829 0.017 -0.014 0.006
Si -21.794 -5.393 10.893 -0.006 0.012 -0.005
Si -19.073 -2.652 10.798 -0.017 0.02 0
Si -16.359 0.061 10.728 0.009 0.008 0.002
Si -13.657 2.769 10.677 0.013 -0.001 -0.004
Si -16.368 5.495 10.754 -0.01 0.011 0.007
Si -13.658 -8.107 10.7 -0.012 0.006 0.001
Si -16.357 -5.388 10.733 0.007 -0.017 -0.009
Si -13.632 -2.664 10.671 0.011 -0.01 -0.003
Si -10.929 0.055 10.659 -0.001 -0.008 0.018
Si -8.224 2.73 10.669 0.022 -0.01 0.012
Si -10.953 5.477 10.675 -0.008 0.005 0.001
Si -8.2 -8.12 10.662 -0.011 -0.005 -0.002
Si -10.924 -5.386 10.665 0.004 0.003 0.002
Si -8.2 -2.686 10.647 0.008 -0.018 0.001
Si -5.467 0.031 10.687 -0.007 0.013 0.005
Si -2.713 2.751 10.725 0.013 0.005 0.005
Si -5.457 5.483 10.672 0.023 -0.005 -0.012
Si -2.709 -8.107 10.694 0.008 -0.01 0.007
Si -5.459 -5.397 10.671 -0.011 0.005 0.006
Si -2.736 -2.693 10.707 0.005 -0.01 -0.008
Si 1.389 -1.309 12.136 -0.022 -0.006 -0.01
Si 4.097 1.396 12.162 0.01 0.011 -0.007
Si 1.345 4.117 12.104 0.023 0.011 -0.001
Si 4.064 6.813 12.145 0.001 -0.018 -0.001
Si 1.342 9.563 12.117 -0.013 -0.009 0.009
Si 4.104 -4.046 12.181 -0.015 -0.016 0.005
Si 6.822 -1.318 12.189 0.02 0 -0.013
Si 9.547 1.336 12.223 -0.012 0.001 -0.005
Si 6.807 4.066 12.183 -0.011 0.001 -0.008
Si 9.557 6.771 12.203 0.026 0.008 -0.001
Si 6.826 9.573 12.183 -0.011 0.009 0.008
Si 9.556 -4.06 12.186 0.009 -0.007 -0.007
Si 12.29 -1.378 12.214 -0.003 -0.005 -0.012
Si 15.021 1.322 12.261 -0.002 -0.003 0.006
Si 12.287 4.04 12.255 0.012 0.006 0.003
Si 15.041 6.759 12.249 -0.017 0.011 -0.003
Si 12.308 9.496 12.222 0.001 -0.001 -0.002
Si 15.047 -4.109 12.24 -0.017 -0.011 -0.014
Si 17.747 -1.4 12.306 -0.004 0.037 0.004
Si 20.498 1.312 12.295 0.002 -0.008 -0.003
Si 17.776 4.032 12.26 -0.01 -0.003 -0.005
Si 20.495 6.743 12.295 -0.001 0.002 -0.006
Si 17.784 9.476 12.264 0.004 0.003 -0.012
Si 20.481 -4.14 12.314 -0.001 0.014 0
Si 23.199 -1.419 12.325 -0.004 0.002 0
Si 25.885 1.306 12.342 0.005 0.012 -0.004
Si 23.191 4.027 12.328 0 0.003 -0.001
Si 25.875 6.738 12.352 -0.004 0.008 0.003
Si 23.186 9.449 12.337 -0.014 0 0.004
Si 25.885 -4.141 12.356 0.005 -0.003 0
Si 28.576 -1.415 12.37 0.001 0.001 -0.001
Si 31.261 1.318 12.372 0.005 0.004 -0.005
Si 28.567 4.026 12.349 0.005 0.006 -0.007
Si 31.266 6.755 12.378 0.002 -0.003 0.008
Si 28.566 9.466 12.374 0.009 -0.003 0.002
Si 31.259 -4.136 12.381 -0.004 -0.004 0.002
Si 33.965 -1.385 12.375 -0.001 0.012 -0.001
Si -28.585 1.361 12.38 0.015 -0.003 0.007
Si -31.31 4.056 12.388 0.002 -0.009 0.003
Si -28.6 6.778 12.368 0.012 0.004 0.004
Si -31.319 9.478 12.364 0.013 0.012 0.003
Si -28.604 -4.093 12.359 -0.007 -0.024 0.002
Si -25.869 -1.349 12.354 0.002 -0.011 0.009
Si -23.141 1.372 12.29 -0.009 -0.015 0.004
Si -25.866 4.081 12.322 0.01 0.002 -0.005
Si -23.143 6.811 12.278 0.004 0.016 0.002
Si -25.88 9.521 12.339 -0.006 0.013 0.002
Si -23.139 -4.056 12.3 0.001 0.008 0.009
Si -20.42 -1.324 12.212 0.002 -0.004 0.007
Si -17.705 1.399 12.136 -0.006 0.004 0.004
Si -20.424 4.096 12.217 0.003 -0.012 0.001
Si -17.704 6.832 12.162 0.008 -0.003 0.01
Si -20.423 9.554 12.21 -0.007 -0.004 -0.001
Si -17.707 -4.034 12.127 -0.005 -0.002 0
Si -14.987 -1.319 12.058 0.003 -0.011 -0.013
Si -12.287 1.402 12.031 -0.007 0.004 -0.002
Si -15 4.112 12.075 -0.011 0.004 -0.007
Si -12.292 -9.483 12.047 0.01 -0.002 0.003
Si -15.003 -6.755 12.083 0.005 -0.005 0.004
Si -12.273 -4.028 12.031 0.005 0 -0.005
Si -9.567 -1.329 12.002 -0.001 0.01 -0.004
Si -6.842 1.387 12.032 -0.012 -0.002 0.01
Si -9.576 4.099 12.025 -0.016 -0.019 -0.007
Si -6.827 -9.484 12.025 0.004 0.007 -0.015
Si -9.561 -6.764 12.018 0.006 0.012 0.004
Si -6.839 -4.048 12.01 0.002 0.008 0.001
Si -4.101 -1.332 12.054 0.004 -0.012 0.007
Si -1.353 1.401 12.106 0.006 -0.023 0.01
Si -4.099 4.125 12.042 -0.007 -0.008 0.001
Si -1.364 6.843 12.062 0.002 -0.004 -0.001
Si -4.097 -6.763 12.036 0.012 0.005 0.001
Si -1.379 -4.039 12.091 -0.013 0.006 0.004
Si 2.75 0.046 13.525 0.016 -0.003 -0.002
Si 5.436 2.739 13.55 0.017 -0.007 -0.001
Si 2.697 5.446 13.485 -0.026 0.014 -0.002
Si 5.43 8.192 13.472 -0.012 -0.006 -0.008
Si 2.71 10.91 13.491 0.006 -0.002 0
Si 5.46 -2.664 13.545 -0.004 0.019 0
Si 8.163 0.016 13.581 0.01 0.003 0.001
Si 10.897 2.675 13.592 -0.008 -0.007 0.006
Si 8.163 5.414 13.534 -0.02 -0.012 -0.008
Si 10.938 8.118 13.536 -0.011 0.003 -0.009
Si 8.189 10.932 13.547 0.013 0.015 0.018
Si 10.902 -2.717 13.552 0.013 -0.005 0.003
Si 13.641 -0.048 13.592 -0.031 -0.013 -0.002
Si 16.394 2.689 13.599 0.013 0.009 -0.004
Si 13.654 5.413 13.586 0.006 -0.006 0
Si 16.415 8.112 13.592 0.001 0.006 -0.001
Si 13.671 10.86 13.558 0.02 -0.012 0
Si 16.37 -2.77 13.647 -0.013 -0.027 0.002
Si 19.129 -0.043 13.64 0.005 0.01 0
Si 21.85 2.652 13.687 -0.004 0.008 0.005
Si 19.136 5.374 13.635 -0.003 0.002 -0.001
Si 21.825 8.089 13.696 0.002 -0.007 0.004
Si 19.12 10.813 13.664 -0.003 -0.012 -0.005
Si 21.839 -2.785 13.677 -0.009 -0.011 0.001
Si 24.541 -0.065 13.715 -0.004 -0.001 0
Si 27.208 2.678 13.728 0.007 -0.008 -0.003
Si 24.515 5.385 13.727 -0.007 -0.015 -0.004
Si 27.215 8.096 13.742 -0.003 0 -0.004
Si 24.536 10.805 13.715 -0.003 0.006 -0.002
Si 27.228 -2.78 13.744 0.002 0.004 -0.002
Si 29.909 -0.041 13.749 0.003 -0.011 -0.003
Si 32.607 2.696 13.745 -0.004 -0.004 -0.004
Si 29.907 5.391 13.737 -0.002 -0.003 -0.002
Si 32.61 8.137 13.753 0.006 0.008 0
Si 29.907 10.834 13.763 0.002 0.007 -0.004
Si 32.616 -2.757 13.741 0.009 -0.003 -0.01
Si 35.324 -0.008 13.731 -0.002 -0.021 -0.007
Si -27.207 2.737 13.72 -0.003 0.008 -0.002
Si -29.95 5.433 13.751 -0.007 0 -0.001
Si -27.228 8.159 13.709 -0.002 0.003 -0.003
Si -29.95 10.85 13.714 -0.007 0.011 -0.01
Si -27.228 -2.723 13.707 -0.007 0.013 -0.007
Si -24.481 0.022 13.679 0.003 0.008 -0.008
Si -21.771 2.755 13.615 -0.001 0.008 -0.007
Si -24.501 5.468 13.661 -0.002 -0.008 -0.002
Si -21.78 8.204 13.597 -0.011 -0.005 -0.002
Si -24.506 10.905 13.664 0.001 -0.007 -0.002
Si -21.767 -2.667 13.617 0.003 0.005 0
Si -19.06 0.06 13.532 0.002 0 -0.006
Si -16.34 2.76 13.473 0.012 0.004 0.002
Si -19.062 5.478 13.535 -0.016 0.01 -0.004
Si -16.342 8.213 13.481 -0.014 0.004 0.003
Si -19.061 10.945 13.53 -0.01 -0.011 0.007
Si -16.333 -2.662 13.459 0.022 0.019 0.001
Si -13.618 0.027 13.411 0.009 0.008 0.003
Si -10.917 2.733 13.402 -0.002 0.009 0.013
Si -13.636 5.471 13.419 0 -0.003 -0.005
Si -10.905 -8.135 13.388 -0.006 -0.012 0.004
Si -13.622 -5.388 13.402 0.008 -0.001 -0.004
Si -10.901 -2.691 13.391 -0.006 -0.002 0.003
Si -8.205 0.008 13.368 0.005 -0.02 -0.002
Si -5.47 2.756 13.378 0.022 0.011 -0.005
Si -8.181 5.447 13.367 0.012 -0.009 -0.003
Si -5.456 -8.135 13.393 0.014 -0.001 -0.008
Si -8.184 -5.42 13.372 0 -0.007 -0.001
Si -5.479 -2.709 13.38 -0.012 -0.019 -0.007
Si -2.723 0.02 13.422 -0.005 0.009 -0.004
Si 0.007 2.76 13.482 -0.008 0.002 0.01
Si -2.735 5.481 13.406 0.013 0.009 -0.01
Si -0.02 8.183 13.452 -0.01 0.001 0.001
Si -2.749 -5.423 13.422 -0.002 0.004 0.01
Si -0.009 -2.665 13.447 0.024 0 -0.013
Si 1.389 1.419 14.866 0.016 -0.001 0.008
Si 4.037 4.094 14.874 0 0.003 -0.005
Si 1.339 6.817 14.811 0.01 -0.013 -0.017
Si 4.07 9.538 14.836 0.013 -0.024 0.014
Si 1.351 -4.009 14.811 -0.033 0.03 0
Si 4.14 -1.266 14.92 0.016 0.012 0.001
Si 6.808 1.407 14.924 -0.006 0.003 -0.01
Si 9.509 4.047 14.913 -0.001 -0.014 0.001
Si 6.761 6.802 14.811 0.006 0.02 -0.004
Si 9.558 9.5 14.821 0.012 -0.021 -0.003
Si 6.833 -4.004 14.909 0.039 -0.025 0.013
Si 9.519 -1.37 14.905 -0.015 -0.014 -0.004
Si 12.241 1.276 14.936 0.018 0.003 -0.012
Si 15.021 4.06 14.929 -0.011 0.009 0.008
Si 12.271 6.765 14.927 -0.006 0.035 0.014
Si 15.034 9.493 14.893 -0.017 0.006 -0.01
Si 12.282 -4.092 14.863 -0.026 0.021 -0.001
Si 14.96 -1.421 14.978 -0.021 0.013 0.022
Si 17.762 1.34 14.956 -0.019 -0.003 -0.011
Si 20.488 4.023 15.021 -0.002 -0.01 -0.003
Si 17.762 6.743 14.956 0.009 0 -0.003
Si 20.458 9.442 15.049 0.004 -0.001 0.002
Si 17.745 -4.141 14.993 0.002 -0.013 0
Si 20.472 -1.413 15.01 -0.01 0.011 -0.004
Si 23.189 1.292 15.083 0.012 -0.019 0.003
Si 25.852 4.025 15.113 -0.015 0.02 0
Si 23.153 6.739 15.1 -0.019 0.015 -0.001
Si 25.861 9.445 15.12 0.007 -0.003 0.01
Si 23.175 -4.152 15.062 -0.004 -0.001 0.001
Si 25.88 -1.42 15.114 0.009 -0.008 -0.005
Si 28.549 1.329 15.113 -0.01 0.007 0.01
Si 31.259 4.058 15.127 0.006 -0.007 -0.002
Si 28.558 6.737 15.127 0.022 -0.014 0
Si 31.258 9.489 15.147 -0.008 0.017 0.009
Si 28.556 -4.132 15.148 0.007 0.01 -0.001
Si 31.26 -1.404 15.117 0.003 0.001 0.008
Si 33.975 1.356 15.109 -0.007 0.014 -0.004
Si -28.547 4.105 15.101 0.014 -0.007 0.005
Si 33.981 6.805 15.125 0.008 0.001 0.001
Si -28.576 9.521 15.084 0.008 0.008 -0.004
Si 33.988 -4.119 15.09 0.017 -0.009 -0.002
Si 36.693 -1.37 15.073 -0.003 0.011 0.004
Si -25.816 1.387 15.058 0.022 -0.022 0.01
Si -23.107 4.13 14.993 0.003 -0.001 -0.001
Si -25.835 6.832 15.06 -0.003 0.009 0.005
Si -23.13 9.551 14.997 -0.004 0.002 0.011
Si -25.841 -4.063 15.062 0.002 -0.019 0.009
Si -23.099 -1.318 15.028 -0.001 -0.008 0.001
Si -20.404 1.39 14.952 0.009 0.004 0.002
Si -17.697 4.107 14.861 -0.019 -0.012 -0.008
Si -20.404 6.837 14.917 0.007 -0.012 -0.004
Si -17.697 9.573 14.855 0.02 -0.01 0.001
Si -20.402 -4.033 14.949 -0.003 0.015 0.007
Si -17.69 -1.309 14.848 -0.015 -0.004 -0.003
Si -14.983 1.361 14.789 0.006 -0.013 -0.014
Si -12.277 4.09 14.756 -0.013 0.003 0.004
Si -14.975 6.829 14.799 -0.006 -0.004 -0.008
Si -12.267 -6.767 14.738 -0.005 0.006 -0.006
Si -14.952 -4.027 14.79 0 -0.023 -0.004
Si -12.242 -1.33 14.767 -0.011 -0.007 -0.003
Si -9.552 1.346 14.75 0 -0.005 0.002
Si -6.829 4.091 14.755 0.018 -0.013 0.017
Si -9.529 -9.516 14.725 -0.006 0.016 0.005
Si -6.824 -6.777 14.741 -0.001 0.012 -0.006
Si -9.54 -4.073 14.735 0.02 0.007 -0.005
Si -6.854 -1.361 14.72 -0.003 0 -0.005
Si -4.101 1.395 14.726 0.002 -0.019 0.004
Si -1.388 4.133 14.79 -0.009 0.017 -0.003
Si -4.102 6.823 14.771 0.011 -0.011 -0.001
Si -1.401 9.531 14.795 0.003 -0.018 0.007
Si -4.136 -4.071 14.754 -0.018 0.007 -0.001
Si -1.347 -1.302 14.82 -0.014 -0.005 0.011
Si 0.023 0.076 16.212 -0.019 -0.021 0.001
Si 2.734 2.743 16.304 0.012 0.02 0.022
Si -0.028 5.477 16.171 0.007 0.016 -0.004
Si 2.712 8.15 16.17 -0.013 -0.02 -0.013
Si -0.025 -5.405 16.108 0.012 0.01 -0.011
Si 2.727 -2.64 16.173 -0.007 -0.05 -0.016
Si 5.498 0.102 16.355 -0.001 -0.013 0.005
Si 8.139 2.737 16.326 -0.051 -0.01 0.004
Si 5.367 5.498 16.187 -0.022 0.016 0.008
Si 8.162 8.139 16.107 0.009 0.009 -0.019
Si 5.458 10.899 16.165 -0.036 0.011 0.006
Si 8.172 -2.647 16.332 0.009 0.036 0.048
Si 10.854 -0.075 16.311 0.019 0.024 0.015
Si 13.623 2.671 16.198 0 -0.003 -0.014
Si 10.865 5.4 16.249 0.006 -0.012 0.026
Si 13.672 8.146 16.222 0.004 -0.003 -0.01
Si 10.942 10.835 16.155 0.007 -0.022 0.026
Si 13.536 -2.77 16.335 -0.03 -0.019 0.023
Si 16.383 -0.045 16.239 0.007 0.016 -0.004
Si 19.114 2.677 16.356 -0.001 -0.004 0.008
Si 16.388 5.41 16.302 0.001 -0.007 0.003
Si 19.086 8.058 16.382 -0.012 0.007 0.004
Si 16.349 10.818 16.31 0.005 -0.001 -0.008
Si 19.121 -2.792 16.345 -0.007 -0.003 0.003
Si 21.812 -0.081 16.415 -0.007 -0.011 -0.001
Si 24.516 2.651 16.493 0.008 -0.005 0.009
Si 21.797 5.361 16.455 0.015 0.001 0
Si 24.499 8.084 16.495 -0.007 -0.012 -0.006
Si 21.829 10.788 16.413 -0.005 0.003 0.006
Si 24.515 -2.804 16.455 0.001 0 -0.003
Si 27.207 -0.032 16.499 -0.013 -0.013 -0.006
Si 29.884 2.704 16.49 0.019 0.024 -0.007
Si 27.186 5.386 16.502 0.006 0.007 0.001
Si 29.891 8.114 16.508 -0.007 -0.006 -0.002
Si 27.197 10.806 16.511 -0.002 0.009 -0.006
Si 29.911 -2.755 16.516 0 -0.002 -0.003
Si 32.613 -0.02 16.465 0.021 -0.005 -0.002
Si 35.353 2.747 16.441 -0.01 -0.009 -0.013
Si 32.6 5.459 16.485 -0.005 -0.01 -0.014
Si 35.354 8.181 16.48 -0.019 -0.015 0.006
Si 32.638 10.873 16.492 0.007 0.01 -0.003
Si 35.364 -2.766 16.443 -0.011 0.002 -0.015
Si 38.08 0.012 16.384 -0.008 -0.005 -0.018
Si -24.43 2.777 16.386 -0.018 0.009 -0.005
Si -27.181 5.497 16.458 0 -0.002 -0.001
Si -24.459 8.203 16.411 -0.01 0.009 0.005
Si -27.187 10.875 16.43 -0.008 0.012 0.008
Si -24.455 -2.682 16.39 0.004 0.034 -0.002
Si -21.732 0.06 16.383 -0.016 -0.01 -0.006
Si -19.034 2.767 16.273 -0.006 0.007 -0.001
Si -21.742 5.511 16.332 -0.006 0.009 0.003
Si -19.046 8.214 16.238 -0.016 0.002 0.004
Si -21.771 10.935 16.327 -0.008 0.002 -0.003
Si -19.029 -2.633 16.259 -0.001 -0.011 -0.005
Si -16.342 0.047 16.205 0.021 0.017 0.013
Si -13.604 2.693 16.119 -0.006 0.015 -0.008
Si -16.332 5.483 16.175 0.044 0.016 -0.003
Si -13.608 8.204 16.117 -0.005 -0.002 -0.008
Si -16.317 10.955 16.157 -0.007 0.012 -0.003
Si -13.585 -2.674 16.15 0.031 0.012 0.014
Si -10.859 -0.032 16.158 0.003 -0.005 0.006
Si -8.174 2.684 16.096 -0.008 -0.003 -0.007
Si -10.884 5.435 16.078 -0.032 -0.02 0
Si -8.164 -8.163 16.086 0.02 -0.015 -0.003
Si -10.893 -5.437 16.092 -0.036 -0.013 0.004
Si -8.175 -2.739 16.104 0.002 -0.017 0.004
Si -5.484 0.017 16.022 0.006 0.001 -0.013
Si -2.758 2.75 16.107 -0.001 0.006 -0.005
Si -5.453 5.441 16.12 -0.011 0.024 0.003
Si -2.762 8.167 16.174 0.001 0.012 0.007
Si -5.485 -5.436 16.141 0.013 -0.003 -0.001
Si -2.764 -2.703 16.075 0.023 -0.012 -0.011
O 2.633 -1.524 1.173 0.273 -0.481 0.011
O 4.25 0.45 1.445 0.177 0.358 0.161
O 6.642 0.859 0.739 0.202 -0.273 -0.214
O 0.709 4.012 -1.01 0.465 -0.415 -0.727
O 3.861 3.678 2.767 -0.029 -0.355 -0.15
O 2.731 4.79 0.595 -0.001 -0.156 -0.484
O 6.542 -6.802 -1.607 -0.1 -0.061 0.245
O 4.219 -4.184 2.252 0.031 0.029 -0.527
O 6.169 -2.621 1.52 0.06 0.276 -0.253
O 9.206 -0.364 -0.748 -0.297 0.208 -0.192
O 6.497 3.373 1.335 -0.005 -0.062 -0.411
O 6.096 -7.402 1.014 -0.224 -0.513 -0.112
O 20.431 2.484 1.33 -0.394 0.194 -0.42
O -29.249 6.073 1.504 0.193 0.162 0.017
O -28.283 7.453 -0.541 -0.071 -0.05 -0.746
O -23.737 0.533 1.608 -0.147 -0.309 -0.453
O -27.182 8.056 1.701 -0.526 -0.215 -0.239
O -24.351 -5.865 1.606 -0.43 -0.398 -0.444
O -22.903 -3.712 1.919 -0.454 0.141 0.04
O -13.196 1.077 1.197 -0.362 0.276 0.035
O -11.146 2.797 1.288 -0.28 0.461 0.007
O -13.992 4.244 0.809 0.545 -0.154 0.071
O -12.111 6.027 1.01 0.357 -0.255 -0.01
O -11.298 -7.819 1.355 -0.132 0.347 -0.128
O -15.911 -7.525 1.145 -0.007 0.161 -0.258
O -13.922 -5.963 1.002 0.02 0.027 -0.108
O -5.873 2.447 1.327 0.051 0.009 -0.665
O -8.632 5.239 1.048 0.259 0.599 -0.442
O -7.314 4.224 -1.026 0.361 0.239 0.227
O -6.808 7.722 1.618 -0.042 -0.692 -0.139
O -9.016 -3.597 -1.407 0.489 -0.411 0.051
O -6.008 -3.216 1.063 -0.441 0.153 -0.122
O -4.018 -1.748 1.831 0.573 0.145 0.507
O -2.993 0.466 1.17 -0.008 0.323 -0.284
O -1.138 1.413 2.668 0.294 -0.283 0.193
O -0.723 3.343 1.016 -0.263 0.436 0.149
O -4.016 4.259 2.112 0.216 -0.09 -0.166
O -1.995 6.16 1.687 -0.149 -0.021 -0.447
O 2.054 0.411 2.883 -0.048 0.144 -0.076
O 2.705 6.035 2.927 0.173 0.34 -0.154
O 9.02 -0.156 3 -0.241 0.095 -0.176
O 22.31 1.714 2.952 -0.205 -0.272 0.077
O -14.352 6.237 2.5 0.278 0.187 0.062
O 0.994 2.729 3.043 0.252 0.247 0.22
O 7.731 0.686 23.873 0.247 0.109 0.58
O 7.065 2.232 21.935 -0.538 0.218 0.135
O 3.045 1.882 22.955 -0.2 0.03 -0.25
O 1.509 3.946 22.64 -0.495 0.549 -0.12
O 0.377 5.366 24.585 -0.219 -0.261 0.554
O 0.728 -6.464 22.499 -0.013 -0.155 -0.003
O 2.961 -3.938 22.416 -0.393 -0.183 0.011
O 4.785 0.039 23.299 -0.114 0.177 0.096
O 9.416 2.618 23.141 -0.099 0.18 -0.685
O 7.152 3.211 24.403 0.142 0.533 0.077
O 4.799 6.07 23.378 0.078 -0.019 0.268
O 3.997 6.975 25.799 -0.016 -0.227 0.378
O 11.336 1.189 24.346 -0.118 -0.361 0.164
O 14.132 -2.947 22.873 -0.298 0.158 0.272
O -29.217 2.165 22.851 -0.343 0.253 0.045
O -18.641 -2.865 23.289 0.349 -0.346 0.191
O -16.829 0.678 22.974 -0.144 -0.121 0.157
O -16.626 -4.658 22.958 -0.424 0.582 -0.241
O -10.367 -1.37 22.556 0.062 -0.092 0.006
O -7.61 1.879 22.765 -0.222 -0.005 0.086
O -7.594 7.424 22.764 0.106 0.159 0.122
O -9.712 -2.695 24.762 -0.057 -0.112 0.583
O -7.688 -2.853 23.121 0.412 0.527 0.069
O -0.168 -1.178 -5.001 0.049 0.125 -0.22
O 3.054 0.272 25.173 -0.069 -0.188 0.423
O 0.611 0.322 25.913 -0.459 0.025 0.534
O 1.081 2.809 24.964 0.311 -0.157 0.297
O 2.899 4.777 24.735 0.102 -0.096 -0.01
O 5.809 -3.03 -5.511 -0.384 -0.276 -0.028
O 1.545 7.65 23.854 0.442 -0.116 0.266
O 4.191 -4.893 24.432 0.661 -0.34 0.248
O 7.658 -1.86 24.086 -0.179 0.179 -0.229
O 9.419 1.893 -5.593 0.103 -0.228 -0.27
O 12.194 -3.513 25.281 -0.04 -0.16 -0.744
O 9.816 2.838 25.641 -0.353 0.172 -0.012
O 1.981 6.221 -1.514 0.274 0.455 0.261
O 10.303 4.342 -5.711 0.126 -0.021 0.575
O 8.035 -6.366 25.743 -0.409 0.4 -0.035
O 7.112 -3.714 25.869 -0.352 -0.268 -0.429
O 14.168 -2.321 26.507 0.436 -0.041 -0.369
O 12.76 -1.077 24.586 -0.062 -0.377 0.002
O 13.94 0.999 23.85 -0.129 -0.213 0.669
O 17.986 4.41 24.339 -0.011 0.422 0.151
O 11.711 3.777 24.004 0.241 0.135 0.426
O 14.341 6.766 24.388 0.465 -0.162 0.47
O 11.14 6.823 -5.851 0.167 0.129 -0.314
O 16.372 -5.561 26.77 -0.027 0.598 -0.04
O 14.783 -6.138 -4.873 0.091 -0.094 0.739
O 15.362 -4.593 24.571 -0.34 0.134 0.479
O 16.667 -2.473 23.636 -0.063 0.082 0.405
O 18.822 4.025 -4.814 -0.439 -0.288 -0.348
O 27.69 0.25 -3.747 -0.209 -0.08 0.379
O 19.912 6.266 24.448 -0.175 -0.057 0.11
O 13.328 7.56 26.632 0.323 -0.089 0.071
O 17.347 -6.412 24.5 0.305 -0.345 0.468
O 21.385 -3.762 -5.227 0.255 -0.461 0.553
O 22.241 -1.835 24.43 0.234 0.25 0.165
O 24.271 -0.166 23.813 -0.116 -0.127 0.25
O 26.241 1.218 24.847 -0.07 0.417 0.243
O 22.53 3.166 24.577 0.194 -0.231 0.41
O 24.242 5.164 23.83 0.07 -0.118 0.523
O 25.903 6.811 24.968 -0.036 0.29 0.232
O 30.467 6.589 27.396 -0.046 0.484 0.185
O 22.313 -7.201 24.756 0.146 0.318 0.188
O 26.328 7.396 -6.003 -0.107 0.007 -0.07
O 26.335 -4.085 24.821 -0.332 -0.055 0.006
O 31.792 -6.516 26.664 -0.513 -0.119 -0.315
O 29.543 4.315 -5.972 0.407 -0.661 0.178
O 30.954 6.727 24.795 -0.115 0.029 0.214
O -31.784 -6.996 24.672 -0.236 -0.191 0.115
O 28.748 -5.734 -2.606 0.116 0.627 -0.226
O 27.93 -6.213 24.971 0.204 -0.19 0.366
O 29.992 -5.432 23.67 -0.087 -0.297 0.404
O 31.574 -3.645 24.588 0.334 -0.274 0.77
O -28.801 -0.131 -4.305 -0.061 -0.051 -0.223
O -23.808 -2.29 26.257 0.144 0.31 0.01
O -25.078 -0.006 26.842 0.227 -0.114 -0.271
O -27.873 1.159 24.805 -0.258 -0.379 0.305
O -26.213 3.131 24.276 0.18 -0.201 -0.105
O -28.702 6.219 24.583 0.066 0.267 0.674
O -27.08 8.119 23.721 0.088 0.123 0.215
O -29.901 -5.3 23.836 0.176 0.185 0.51
O 29.16 -2.139 26.368 -0.228 0.239 0.339
O -28.217 -3.406 24.72 -0.435 0.31 0.341
O -22.866 1.969 24.447 -0.327 -0.068 0.128
O -26.391 -5.581 26.879 -0.227 0.415 -0.038
O -24.936 5.424 24.151 -0.125 0.381 -0.125
O -22.868 6.917 24.719 -0.02 0.241 0.358
O -25.226 -6.609 24.688 0.191 -0.365 0.297
O -17.845 -1.593 -4.945 -0.084 -0.086 -0.006
O -22.477 -3.761 24.583 0.322 -0.097 0.093
O -20.204 -0.928 24.069 0.085 0.632 0.133
O -19.088 1.868 27.192 -0.121 -0.268 0.339
O -15.972 3.181 23.455 0.052 0.018 0.214
O -24.514 6.232 26.698 -0.447 -0.254 -0.096
O -20.806 3.607 24.39 0.013 -0.156 0.316
O -18.714 5.121 24.117 0.058 0.264 0.168
O -18.158 -6.037 -0.343 0.404 -0.276 -0.147
O -19.952 -5.036 -3.078 0.317 -0.378 -0.36
O -20.155 -6.762 24.735 -0.346 0.111 0.136
O -16.958 -3.569 25.408 -0.228 -0.17 0.42
O -14.694 3.064 25.909 -0.055 0.027 -0.361
O -17.638 2.003 25.053 -0.254 -0.339 0.204
O -15.847 -1.775 26.908 0.616 0.284 0.02
O -13.043 -6.973 25.298 0.491 0.062 -0.058
O -9.329 -1.309 -2.74 0.119 -0.015 0.084
O -11.869 -1.131 24.665 0.145 0.026 0.6
O -6.027 1.088 24.649 0.078 -0.648 0.044
O -12.512 4.687 24.867 -0.038 -0.109 0.268
O -6.914 5.399 24.241 -0.903 0.176 0.154
O -8.655 3.893 -3.303 -0.025 -0.052 -0.46
O -5.102 7.212 23.575 -0.086 0.105 0.449
O -9.953 -7.318 24.414 0.039 0.118 0.123
O -5.038 -6.363 -2.616 0.308 -0.054 -0.052
O -7.23 -2.245 25.651 0.186 0.323 -0.205
O -3.614 -1.522 24.48 -0.076 -0.053 0.241
O -4.615 4.077 24.384 0.587 -0.012 0.356
O -3.293 -7.917 24.886 -0.704 0.094 0.494
O -0.889 7.771 24.424 0.123 0.223 0
O -7.579 -7.225 25.509 0.356 -0.424 0.065
O -3.34 -4.996 23.444 0.312 0.082 -0.507
O -1.194 -3.651 24.137 -0.05 0.334 0.554
O -4.04 4.151 -5.741 0.12 -0.025 -0.082
O 6.171 -5.476 -5.992 0.181 -0.4 -0.065
O 5.165 3.871 -4.545 0.103 0.41 -0.473
O -0.952 3.916 -4.755 -0.468 0.054 0.058
O -0.208 1.433 -4.634 0.146 0.191 0.147
O 1.229 -2.975 -0.567 -0.335 -0.243 -0.055
O 1.81 -4.555 25.48 -0.36 0.092 -0.345
O 20.91 -1.337 -4.474 -0.073 0.551 -0.104
O -13.671 -3.073 0.444 -0.215 0.137 0.372
O 7.101 2.138 -4.299 -0.254 -0.298 0.372
O 15.334 -0.183 -5.813 0.195 0.263 -0.309
O 12.463 -0.363 -2.85 -0.595 0.044 0.078
O 9.31 -2.228 26.033 -0.118 0.551 -0.231
O -0.535 6.495 -5.306 0.479 -0.121 -0.406
O 9.932 -8.11 25.812 0.354 0.19 0.365
O -16.325 -7.701 -3.449 0.065 0.379 -0.279
O 5.565 -2.362 -2.93 -0.089 -0.199 0.021
O 21.511 -5.455 -1.933 -0.248 -0.147 -0.708
O 8.631 -2.026 -2.685 -0.255 -0.408 -0.248
O 11.682 -1.433 26.892 0.091 0.556 0.241
O 15.538 6.047 -5.474 0.116 -0.265 -0.661
O 16.867 1.525 -4.474 0.271 0.701 -0.283
O 16.31 -2.511 -5.424 0.308 -0.453 -0.088
O -31.681 2.856 25.991 0.308 0.053 0.158
O 14.738 4.719 -3.351 -0.267 -0.252 -0.068
O 15.417 6.322 -1.377 -0.047 0.183 0.17
O 17.928 6.531 -4.583 0.327 0.255 0.565
O 12.488 -7.598 24.396 -0.257 0.145 0.426
O 12.327 -7.264 -5.01 -0.298 0.143 0.114
O 17.252 -3.3 -3.175 -0.533 0.209 0.376
O 14.915 -7.128 25.242 0.046 0.114 0.296
O -7.232 -7.515 -3.144 -0.056 0.086 -0.615
O 19.263 -4.798 -2.712 0.142 -0.145 -0.229
O 18.583 5.517 26.623 -0.253 0.263 -0.047
O 21.02 -2.875 -2.332 0.27 -0.045 0.088
O 20.26 3.856 25.575 0.051 0.198 -0.059
O 17.18 4.673 -2.295 -0.001 -0.223 -0.585
O 16.624 -7.805 -5.783 -0.06 0.056 -0.474
O 22.897 5.861 -5.627 -0.038 -0.064 -0.073
O 17.039 -5.668 -1.756 -0.191 0.178 -0.011
O 21.527 -6.123 27.003 -0.642 0.044 0.375
O 18.896 -2.876 -5.257 -0.243 -0.42 0.028
O -30.89 -0.545 -5.767 0.186 0.15 -0.473
O 17.818 -1.274 0.016 0.014 -0.285 -0.616
O 22.165 7.904 -4.182 -0.23 0.527 -0.313
O 29.678 1.474 -4.859 -0.692 0.188 -0.14
O 21.454 7.602 26.809 -0.546 -0.244 -0.324
O 25.691 -1.274 -4.398 -0.111 -0.294 -0.23
O 25.892 7.273 -3.385 0.187 0.203 0.407
O 25.892 -5.928 26.607 -0.204 -0.154 -0.352
O 30.595 6.25 -1.476 -0.001 -0.383 -0.206
O -30.664 -1.778 -3.48 0.594 -0.374 0.266
O 29.397 -2.657 -4.681 -0.44 -0.039 0.213
O 31.975 2.577 -4.379 0.209 -0.37 0.295
O -1.969 3.916 -1.218 -0.643 -0.482 0.172
O -18.608 4.626 -1.069 0.331 -0.294 0.026
O 32.394 -2.047 26.561 0.12 -0.241 0.511
O 14.004 7.268 0.647 -0.122 -0.163 0.118
O -11.152 -2.129 -4.423 -0.081 0.037 -0.192
O -28.428 3.699 25.459 -0.124 -0.055 0.173
O -31.99 4.179 -2.688 0.134 0.577 -0.249
O -26.434 0.822 -4.658 -0.262 0.35 0.069
O -30.871 -6.939 27.111 -0.014 0.262 -0.011
O 0.616 -0.119 -2.727 0.109 -0.314 0.053
O -23.065 7.933 -5.269 0.034 0.306 -0.035
O -27.23 -6.468 -0.188 0.635 0.325 0.262
O 14.672 0.808 -3.441 0.607 0.031 0.248
O -19.278 0.662 -2.783 0.287 -0.143 -0.37
O 32.338 8.088 -0.822 -0.051 0.199 -0.49
O -31.662 -5.881 -2.675 -0.372 0.013 0.096
O -23.545 2.327 -2.79 -0.351 0.263 0.142
O -24.108 6.28 -1.863 0.284 -0.509 -0.095
O -26.355 -1.608 24.201 -0.151 0.126 0.199
O -11.335 0.292 -3.349 -0.054 -0.121 -0.265
O -9.188 7.163 26.242 0.413 -0.355 -0.13
O -27.311 0.513 -2.214 0.512 -0.266 0.237
O -32.448 7.469 26.444 0.481 -0.214 0.343
O -9.043 7.293 -4.056 0.479 -0.405 -0.133
O -13.728 -7.22 -3.455 0.43 0.127 0.216
O -25.401 -1.557 0.145 0.034 -0.144 -0.123
O -8.897 8.161 -0.036 -0.063 -0.494 0.441
O -9.93 4.262 -1.076 -0.466 0.151 0.237
O -15.758 -2.991 -4.394 -0.452 -0.045 0.149
O -16.196 5.213 -0.321 0.157 0.337 0.11
O -25.171 6.732 -4.248 -0.454 0.143 -0.044
O -8.548 -4.309 -5.596 -0.044 0.269 -0.037
O 29.273 1.806 -2.245 -0.018 0.43 -0.003
O -22.291 -5.953 -2.646 -0.235 0.101 -0.204
O 29.18 -1.7 0.065 0.254 0.105 -0.08
O -14.763 5.023 -5.855 0.271 -0.074 -0.456
O 32.437 -4.947 -4.807 -0.065 0.064 -0.221
O -17.753 -1.158 25.153 0.136 0.528 0.271
O -20.175 4.115 -5.206 0.237 0.25 -0.299
O -20.622 7.245 27.421 -0.394 -0.464 -0.648
O 14.557 2.227 -5.686 0.23 0.032 -0.511
O 21.592 1.912 26.83 0.022 -0.604 0.07
O -9.248 -1.392 -0.097 -0.064 0.327 0.02
O 23.598 3.771 -0.038 0.086 0.258 -0.26
O -14.423 4.209 -3.282 0.489 -0.011 0.386
O -1.22 5.737 -2.927 0.154 0.295 0.28
O 2.103 -6.918 -1.844 -0.151 -0.119 -0.01
O -13.594 7.922 0.095 -0.311 -0.579 -0.205
O 0.425 6.028 0.614 0.158 -0.143 0.181
O -6.882 -0.95 -5.538 0.206 -0.199 0.607
O 29.939 8.155 0.376 -0.326 0.023 -0.111
O 2.052 -1.963 26.322 0.234 0.245 0.106
O -5.598 -5.702 24.584 0.31 -0.156 0.322
O -6.533 -4.546 -3.998 -0.11 0.282 0.115
O -24.302 0.147 -1.559 -0.481 0.341 -0.321
O 9.465 2.98 -3.215 0.079 0.322 -0.306
O -5.792 0.545 -2.463 0.355 -0.082 -0.018
O -2.16 -1.648 26.72 0.283 0.431 0.156
O 3.367 3.166 -2.644 -0.553 0.262 0.212
O 18.727 -0.377 23.578 -0.174 -0.028 0.634
O 13.306 4.403 -5.466 -0.165 0.174 -0.499
O 1.666 -6.124 -4.354 -0.494 -0.2 -0.664
O -1.388 -4.05 -0.011 0.394 -0.39 -0.308
O 20.476 1.424 24.549 -0.19 -0.101 0.161
O -7.979 -4.683 25.019 -0.334 -0.199 -0.219
O -0.077 -3.353 26.93 -0.077 -0.552 -0.073
O -0.859 2.396 26.603 -0.327 0.587 -0.298
O 28.672 0.31 25.478 0.467 0.463 -0.296
O 2.063 1.387 -1.12 0.224 -0.057 0.402
O 9.868 6.995 -2.673 0.576 0.342 -0.434
O -1.882 -5.532 -3.737 -0.086 0.193 -0.119
O -15.793 2.064 -3.714 -0.358 0.18 0.031
O 12.602 -4.921 -4.056 0.453 0.059 0.256
O -25.516 -3.936 -3.969 0.111 -0.119 -0.621
O 21.834 5.659 0.82 0.187 0.034 -0.241
O 2.115 0.277 -4.92 -0.22 0.197 -0.729
O 9.594 6.958 -0.048 -0.3 0.482 -0.223
O 27.313 5.011 0.48 -0.598 -0.163 0.02
O 29.195 5.967 -3.903 -0.411 0.047 -0.219
O 3.777 0.605 -2.941 0.237 -0.414 0.23
O 9.532 -6.327 -5.634 0.204 -0.375 0.355
O 15.037 3.694 -1.024 0.531 0.129 0.132
O -1.445 -7.906 26.862 0.64 0.234 0.15
O 8.03 3.468 -1.143 -0.193 -0.496 0.578
O 31.166 2.059 26.616 -0.683 0.269 -0.135
O 8.733 6.305 -4.993 -0.443 -0.165 -0.268
O 11.552 -0.08 0.403 0.138 0.103 -0.423
O 3.692 -2.873 -1.175 0.006 -0.011 -0.062
O -18.359 7.397 -4.593 -0.342 -0.104 0.177
O -10.791 0.215 1.193 -0.137 -0.144 0.488
O -11.601 1.422 -0.937 0.112 0.221 0.065
O 8.919 0.468 -3.453 -0.134 0.056 0.467
O -9.771 -6.628 26.897 -0.196 -0.094 -0.082
O -2.978 6.317 27.202 0.371 -0.083 -0.159
O 13.3 6.742 -4.427 -0.006 0.19 0.58
O 14.019 -7.824 -1.642 -0.042 0.487 -0.471
O 11.516 -2.717 -3.508 -0.177 0.515 -0.272
O -2.722 6.488 -0.959 -0.215 -0.157 0.523
O 25.367 -6.848 -4.649 0.086 0.09 0.441
O 17.933 -0.82 -4.038 0.401 0.016 0.112
O 17.309 0.53 -1.973 -0.078 0.311 0.069
O 31.529 5.146 -4.363 0.175 0.38 0.109
O -4.926 2.346 -4.045 0.396 0.251 0.384
O 19.658 3.924 -2.31 0.703 -0.315 -0.105
O 20.409 6.103 -5.002 0.133 -0.186 -0.025
O -1.077 1.399 24.213 0.119 0.215 0.286
O 23.531 6.401 -2.475 -0.122 -0.372 0.204
O -8.476 2.655 0.639 -0.398 -0.226 0.259
O 23.554 3.355 -5.666 0.554 -0.073 -0.396
O 17.339 -5.675 -4.345 0.218 -0.259 -0.353
O 30.816 -1.104 24.656 0.068 0.409 -0.449
O 24.943 4.98 -4.212 0.296 -0.152 0.182
O 26.041 7.112 -0.116 -0.288 0.336 -0.283
O 21.03 7.266 -1.942 0.362 -0.162 -0.455
O 23.182 -7.406 -1.956 0.767 -0.181 -0.086
O 23.949 -4.842 -1.436 -0.137 0.134 -0.146
O 29.815 -8.065 -2.829 0.673 0.209 0.475
O -22.616 4.08 -4.512 -0.096 0.219 -0.247
O 1.202 5.183 -3.852 0.027 -0.468 0.108
O 21.747 -0.405 -2.13 -0.022 0.288 -0.397
O 30.276 1.173 0.127 -0.223 -0.237 -0.245
O -26.59 -6.264 -4.092 0.072 -0.171 0.187
O -20.398 -0.242 -0.665 -0.095 -0.017 0.406
O -30.896 0.119 -0.944 0.027 -0.176 0.224
O -30.177 -5.041 -4.658 0.254 0.19 -0.269
O -32.21 -2.148 -1.421 -0.059 -0.391 0.276
O 27.96 -6.605 -0.148 -0.613 -0.216 -0.168
O 4.38 -1.048 -4.865 -0.504 -0.445 -0.137
O 25.486 1.406 -4.378 0.105 0.305 -0.324
O 31.862 0.172 -5.461 -0.327 -0.271 0.298
O 24.2 2.466 -2.258 0.298 0.386 0.017
O -30.76 6.57 -0.632 -0.114 -0.595 -0.296
O -5.245 7.327 -2.242 -0.001 0.21 0.38
O -28.746 4.9 -0.836 -0.163 -0.361 -0.271
O -27.131 -4.621 -2.042 0.357 0.62 -0.178
O -29.447 2.06 -2.061 -0.134 0.734 -0.174
O 9.253 5.758 26.005 0.12 -0.411 -0.059
O -24.985 4.272 -3.547 -0.676 -0.128 0.011
O -26.573 2.234 26.748 -0.062 0.369 0.303
O -10.524 4.791 26.565 0.398 -0.332 0.468
O -17.676 -5.985 24.978 0.276 -0.477 -0.109
O -20.683 4.134 -2.665 0.023 -0.208 -0.072
O -19.73 -2.804 25.75 -0.062 -0.245 -0.208
O 27.517 5.269 26.374 0.066 0.079 0.132
O -6.385 -5.464 27.034 0.155 -0.367 0.249
O -24.861 -5.894 -2.229 0.103 -0.091 -0.076
O -7.075 -1.626 -1.51 0.366 -0.341 0.179
O 4.628 1.776 -0.767 0.19 0.637 0.287
O -20.39 -1.03 -4.453 -0.363 -0.104 -0.445
O 8.067 -2.73 -0.213 0.296 0.158 0.544
O -5.042 -5.546 0.682 -0.567 0.056 -0.202
O -0.171 -7.455 -3.098 0.01 -0.029 0.382
O 0.534 -0.499 -0.099 -0.245 0.202 0.169
O -20.125 -7.243 -1.59 -0.031 -0.497 0.013
O -25.642 7.746 -0.369 -0.21 -0.25 -0.124
O 10.613 -5.643 25.692 0.17 -0.022 -0.454
O -28.32 -6.821 -5.857 -0.011 -0.211 -0.439
O -21.736 -3.735 27.133 0.021 -0.283 0.429
O -15.269 2.91 -1.133 0.107 -0.455 0.054
O 7.545 8.041 -3.505 -0.24 -0.133 -0.422
O -15.64 -1.588 -0.195 -0.24 0.354 -0.449
O -17.286 7.28 24.394 0.112 0.283 0.576
O -28.238 1.313 0.075 -0.089 0.09 -0.083
O -15.45 -0.393 -4.441 0.303 -0.058 0.389
O 32.277 -0.357 0.514 -0.14 -0.193 0.059
O -22.717 -1.637 -0.469 -0.199 -0.033 0.272
O -17.953 0.737 -0.39 0.331 -0.227 -0.059
O 12.229 -7.145 0.208 0.008 -0.044 -0.608
O 6.518 -4.914 0.209 0.391 0.091 -0.161
O -2.687 1.973 -5.293 -0.066 -0.468 0.029
O -10.791 5.436 -3.411 -0.313 0.06 -0.012
O 22.923 1.23 -4.346 -0.171 -0.513 -0.168
O 4.135 -5.346 -4.265 0.179 0.27 0.144
O 31.461 2.992 -1.304 -0.032 0.346 -0.168
O -15.3 -1.874 24.318 0.279 -0.161 0.193
O 8.185 -5.738 -3.413 0.014 0.234 0.238
O -6.372 5.104 -3.238 -0.05 0.042 -0.543
O -10.226 3.43 24.462 0.652 -0.169 0.083
O -7.718 1.016 26.711 -0.468 0.073 -0.359
O -30.345 5.172 26.37 0.254 0.207 0.609
O -3.856 -3.558 -0.509 -0.047 0.114 0.019
O 2.19 -3.956 -2.973 -0.419 -0.03 -0.264
O -1.928 -3.204 -2.35 0.63 0.386 -0.064
O 7.076 -0.985 -4.564 0.079 0.559 -0.414
O -5.097 1.641 27.006 0.232 -0.446 -0.047
O -2.47 -7.302 -1.902 -0.193 0.251 0.106
O -27.067 3.046 -1.604 0.359 -0.1 -0.245
O 15.005 -4.006 -0.043 0.322 0.035 -0.444
O 30.085 -0.52 -3.169 0.65 0.005 0.249
O -24.404 2.332 -5.301 0.492 0.002 -0.331
O -1.576 -5.988 25.168 0.161 -0.144 0.282
O 11.866 2.274 27.112 0.151 -0.428 -0.319
O -7.434 1.307 -4.289 -0.185 -0.155 0.135
O 10.875 -3.772 27.485 0.084 -0.172 0.558
O -3.82 5.089 -2.756 0.025 -0.472 -0.279
O -18.399 6.18 26.538 0.1 -0.465 0.257
O 26.765 0.143 27.253 0.126 -0.254 -0.288
O -9.4 -0.198 -5.142 -0.313 0.216 -0.31
O 4.279 -6.248 -0.461 -0.284 -0.16 -0.149
O -6.718 3.344 25.861 -0.593 0.168 0.034
O 8.279 -4.008 -5.368 0.088 0.525 -0.125
O -29.199 -6.16 -1.881 0.288 0.073 0.255
O 0.274 -5.442 1.197 -0.111 -0.149 0.133
O -26.423 -2.33 26.655 -0.514 0.068 0.409
O -16.628 0.977 27.384 -0.286 -0.505 0.097
O 4.779 2.203 24.855 -0.217 0.03 0.264
O 23.256 -2.111 -3.545 -0.093 -0.324 -0.376
O 10.278 2.075 -0.83 -0.031 0.212 -0.128
O 6.881 5.557 -0.141 0.156 0.41 -0.159
O 7.681 5.572 -2.696 0.127 -0.382 -0.231
O 5.044 5.636 1.652 -0.003 0.377 0.239
O -4.829 -2.049 26.762 -0.06 0.393 0.27
O 13.167 1.845 -1.514 -0.495 -0.43 0.269
O 4.799 -7.606 -5.684 0.239 -0.301 0.22
O 23.811 -4.924 -5.594 0.236 0.26 0.412
O -1.113 8.135 0.159 0.479 0.641 0.007
O -11.206 -4.165 -2.688 -0.537 -0.029 -0.019
O -13.442 1.798 -2.708 0.039 -0.137 -0.074
O 14.042 2.206 0.907 -0.225 -0.084 0.452
O 12.591 3.989 0.009 0.105 0.253 -0.621
O -21.37 6.297 -3.976 -0.158 -0.022 0.224
O 11.003 5.429 1.359 -0.048 -0.087 0.057
O 11.999 6.858 -1.107 0.048 -0.211 -0.358
O 31.091 -3.576 0.207 0.296 0.351 -0.458
O 20.063 -4.057 -0.223 -0.224 -0.196 -0.119
O 13.476 -1.921 0.493 0.615 0.358 -0.093
O 25.331 -2.619 -2.025 0.063 0.18 -0.18
O 20.754 -0.011 0.251 0.035 -0.282 0.314
O -21.925 0.304 -2.703 -0.278 -0.657 -0.053
O -15.068 -5.26 25.039 -0.07 0.032 0.561
O 16.264 5.572 1.121 -0.12 0.066 -0.259
O -18.176 -3.721 -1.688 0.371 0.322 -0.09
O 19.805 7.288 0.363 -0.404 0.227 0.234
O 18.588 -7.915 -1.562 -0.019 0.37 -0.565
O 24.997 5.041 26.73 -0.375 -0.283 -0.203
O -4.828 -0.721 -0.44 0.228 -0.134 -0.444
O 15.927 0.504 0.296 -0.094 -0.084 -0.314
O -11.321 -4.054 -0.086 -0.152 -0.367 -0.022
O -20.632 -2.775 -1.655 -0.423 -0.137 -0.125
O 27.267 -0.023 0.813 0.262 0.119 -0.181
O 2.082 7.652 -3.733 0.472 -0.248 -0.407
O -16.269 5.982 -3.99 -0.34 -0.222 -0.269
O 24.345 -7.99 1.153 0.038 -0.013 -0.513
O 22.548 -6.238 0.319 -0.235 0.107 -0.028
O 13.885 -1.944 -4.462 -0.022 -0.41 -0.18
O 23.035 -1.352 -0.024 0.011 -0.278 -0.055
O 25.402 1.787 0.07 0.062 0.359 -0.033
O -19.897 2.362 -0.877 -0.106 0.05 0.482
O -25.683 -7.812 -5.998 0.014 -0.066 -0.193
O 29.163 3.458 -0.161 0.242 0.098 -0.429
O -1.977 -3.185 -4.902 -0.252 0.073 -0.306
O 9.139 -3.97 24.108 0.115 -0.146 0.306
O 9.827 -4.901 0.172 -0.617 -0.22 -0.171
O -31.458 4.235 -5.23 0.654 -0.087 0.246
O 32.245 4.983 26.309 -0.502 -0.466 -0.34
O 30.092 -2.895 -2.142 0.315 -0.218 -0.133
O 21.207 3.133 -4.334 0.275 0.15 0.2
O -11.698 7.195 26.188 0.042 0.251 -0.205
O -31.622 3.886 -0.069 0.082 0.178 -0.311
O -11.561 7.91 -4.202 -0.099 0.399 0.253
O -4.074 -4.083 -3.467 -0.143 0.577 0.068
O -2.365 -8.108 -4.37 -0.246 -0.338 -0.004
O -30.764 -7.357 0.417 0.723 0.147 -0.077
O -19.52 -5.156 26.786 -0.097 -0.268 0.166
O -32.571 -5.536 1.029 0.366 0.06 -0.447
O 28.646 -4.181 -0.427 -0.166 0.109 0.167
O -26.768 -1.612 -3.551 -0.12 -0.328 0.223
O 5.218 -0.747 -0.809 0.108 0.216 -0.314
O -14.019 1.623 -5.657 0.265 0.164 0.237
O -24.592 2.926 0.786 0.058 -0.103 -0.464
O -24.584 -1.704 -4.9 0.684 0.174 0.052
O 7.597 7.515 24.854 -0.545 -0.455 0.014
O 20.579 -2.18 26.491 -0.157 0.345 -0.15
O -28.748 -4.303 -0.002 0.002 0.309 -0.257
O 25.844 5.177 -1.798 -0.172 -0.586 0.291
O 16.124 2.606 23.578 -0.282 0.06 0.615
O -30.549 4.448 23.944 0.169 -0.014 0.129
O 18.453 1.285 0.212 -0.107 0.502 -0.26
O -22.589 1.719 -0.435 0.635 0.204 -0.299
O -2.327 -1.559 -0.283 0.248 0.513 -0.085
O 3.169 -6.764 26.078 -0.319 -0.012 0.504
O -21.082 4.572 -0.164 -0.382 0.047 -0.254
O -3.193 -3.852 25.787 -0.413 -0.296 0.527
O -31.886 -1.882 24.174 0.172 -0.407 -0.01
O -23.15 -4.969 -0.441 0.29 0.376 -0.418
O -10.118 -6.037 -1.08 -0.101 0.164 0.147
O -23.312 -7.62 -0.951 0.648 0.043 0.474
O -17.637 6.864 -2.016 -0.349 0.398 0.095
O -30.033 -7.535 -3.977 0.268 -0.63 -0.191
O 5.556 -7.319 25.339 -0.081 0.209 -0.088
O 23.784 -7.461 26.854 0.476 -0.478 -0.149
O 5.346 4.719 25.548 0.426 0.07 0.398
O -14.486 -3.078 -2.059 -0.012 0.38 0.073
O -16.292 5.127 25.397 0.413 0.266 -0.497
O -32.261 0.369 25.806 0.549 -0.363 -0.23
O 30.161 -6.282 -4.792 -0.085 -0.16 0.069
O -26.372 4.764 0.257 -0.106 0.518 0.133
O -4.863 6.506 -4.727 -0.271 0.555 -0.149
O -12.105 2.628 26.365 0.206 -0.464 0.546
O -15.13 -6.82 -1.247 -0.31 0.335 0.217
O 1.318 -1.296 23.959 -0.084 0.258 0.254
O 27.693 2.552 26.552 -0.184 -0.032 0.546
O -25.738 -4.086 24.807 0.486 -0.129 -0.574
O -16.045 -4.237 -0.279 0.227 -0.666 0.122
O -11.08 2.888 -3.04 0.033 0.081 -0.577
O 10.336 4.732 -1.429 0.324 -0.268 0.34
O 10.534 -2.609 -0.908 0.23 0.225 -0.233
O 12.424 -4.211 -0.191 0.064 -0.309 0.414
O -7.056 0.693 -0.254 -0.459 0.127 -0.329
O 22.864 1.281 -0.358 -0.454 0.071 -0.04
O 5.066 -2.592 23.2 0.068 0.099 0.342
O -13.704 6.535 -4.031 0.455 -0.144 0.617
O 5.583 4.258 -1.976 -0.129 -0.124 0.425
O -15.349 -5.238 -3.317 -0.246 0.016 -0.24
O -29.78 -0.264 23.754 -0.066 -0.361 0.676
O -3.719 -7.783 0.301 -0.24 -0.539 -0.453
O -5.417 5.652 26.346 -0.138 0.611 0.081
O 12.918 -5.424 26.958 0.367 -0.076 -0.376
O 3.752 5.662 -3.357 0.117 0.182 -0.23
O 30.438 -4.376 27.146 -0.055 0.033 -0.639
O -17.008 3.473 27.188 -0.29 0.465 0.654
O -31.174 0.78 -3.482 -0.457 0.236 -0.17
O 10.873 -4.933 -2.16 0.009 -0.546 0.14
O 6.326 2.714 26.89 0.317 -0.128 -0.038
O -23.021 4.387 25.578 0.15 -0.056 0.187
O 13.674 -2.655 -1.985 0.529 0.058 -0.103
O 15.884 7.769 -3.459 -0.172 0.32 -0.061
O 28.077 6.543 -1.626 -0.036 0.168 0.122
O -24.542 -2.321 -2.245 -0.078 -0.635 0.051
O 20.363 -3.776 24.404 -0.27 0.125 0.457
O 29.137 3.972 24.877 0.439 -0.246 0.376
O -13.589 -8.011 -5.981 -0.398 -0.017 0.13
O -6.569 -7.28 -0.625 0.253 0.349 0.137
O -13.266 -3.759 -4.251 -0.044 -0.115 -0.483
O -11.23 7.733 -1.051 -0.268 -0.489 -0.24
O -13.634 0.688 25.458 -0.632 -0.048 0.056
O -11.069 -4.681 -5.254 -0.138 -0.198 -0.248
O -20.902 1.596 -4.668 -0.627 0.015 0.049
O -0.531 1.693 -1.105 -0.535 0.018 -0.314
O 9.657 -1.438 -5.046 0.004 0.208 0.176
O 12.537 2.163 -3.991 -0.631 0.364 0.029
O 24.464 -0.083 -2.498 0.296 0.147 0.221
O 26.482 -4.965 -1.624 -0.176 -0.39 -0.201
O -18.599 -7.548 26.804 0.349 0.093 0.161
O 19.198 1.616 -3.549 0.545 -0.122 0.057
O -24.489 0.142 23.534 -0.063 -0.007 0.283
O -21.577 2.469 26.615 -0.258 -0.26 0.105
O 4.602 1.472 -5.285 0.032 0.021 -0.6
O 22.489 -3.895 25.985 0.701 -0.183 -0.096
O -9.354 -6.332 -4.085 0.273 0.236 0.022
O 27.854 -7.509 -4.406 -0.172 -0.009 0.047
O 31.951 -2.207 -3.817 -0.147 0.058 -0.477
O -14.04 6.867 25.201 -0.304 0.071 -0.165
O -6.034 -4.275 -1.481 -0.73 0.299 -0.048
O 2.35 -3.851 -5.576 0.46 -0.034 -0.051
O -23.886 -4.995 26.393 -0.03 -0.639 0.284
O 27.877 -4.31 26.99 -0.235 0.146 0.349
O -26.636 5.633 -2.233 -0.684 0.334 -0.265
O 18.308 4.324 0.003 0.324 0.057 0.022
O -20.836 -7.411 -4.109 -0.025 -0.09 -0.116

Results
total energy: -408348.410 eV
total energy less fixed offsets of O -438.25, Si -107.07 eV per atom: 17.390 eV
